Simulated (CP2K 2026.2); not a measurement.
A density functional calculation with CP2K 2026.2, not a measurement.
Periodic cell of 1182 atoms, Si850O332, from a study of silicon, its oxide and their interface. The atomic structure is a simulated model.
Doubt: the forces sum to 2.69 eV/angstrom along one axis rather than to zero, so they err by at least 0.0023 eV/angstrom per atom on average; the grid cutoff is modest.

Settings
functional: PBE
method: Gaussian and plane waves
basis set: DZVP-MOLOPT-SR-GTH
pseudopotentials: GTH-PBE
grid cutoff: 350 Ry, relative cutoff 50 Ry
k points: Gamma only
occupations: fixed
spin: none
net charge: 0

Cell vectors (angstrom)
a 16.4025 0 0
b 0 32.805 0
c 0 0 40.0983

Atoms: element, x, y, z (angstrom)
Si 0.0256 32.666 0.4518
Si 3.0915 2.1772 0.1681
Si 16.3929 5.4315 0.0927
Si 2.3065 8.3157 39.6987
Si 0.2023 10.5665 0.2153
Si 2.3187 13.7069 39.7187
Si 15.6212 17.0069 39.9534
Si 2.5249 19.1693 39.2594
Si 16.1272 22.3956 40.0629
Si 2.5701 24.7975 0.4339
Si 0.4664 27.0252 0.0115
Si 2.2881 30.5961 0.222
Si 5.2801 0.0825 0.5268
Si 7.9058 2.667 0.2905
Si 5.8757 5.0383 0.1221
Si 7.6781 8.3641 40.0973
Si 5.5024 10.6699 0.0552
Si 7.7845 13.8562 0.1518
Si 5.4488 16.0375 39.8858
Si 8.6634 18.5961 39.8164
Si 4.7086 22.5931 40.0601
Si 7.6942 24.8859 0.2492
Si 5.4861 27.1787 0.0216
Si 7.4889 30.7687 0.0315
Si 11.4807 32.2566 0.1209
Si 14.3747 2.1482 40.0975
Si 10.8346 4.9358 39.8732
Si 14.2112 7.6882 40.0948
Si 10.8572 10.8644 39.8633
Si 12.9071 14.1507 39.5679
Si 10.8444 16.3794 0.2116
Si 13.4955 19.2306 0.2884
Si 11.2669 21.2995 39.6774
Si 13.9689 24.6677 40.018
Si 10.6458 27.7801 0.1558
Si 13.4108 29.8167 0.2584
Si 1.4527 1.2541 1.6464
Si 4.1323 3.9801 1.3442
Si 1.4375 6.7952 1.3007
Si 3.9463 9.3801 1.1979
Si 1.4597 12.1754 1.3076
Si 3.7518 15.0486 1.1529
Si 1.1946 17.9041 1.0567
Si 3.7512 20.6641 1.015
Si 1.1887 23.343 1.5575
Si 4.0432 26.1288 1.5819
Si 1.3717 28.7264 1.423
Si 3.8925 31.4743 1.712
Si 6.7426 1.3461 1.7918
Si 9.5474 3.9194 1.434
Si 6.8119 6.7234 1.476
Si 9.4401 9.5077 1.1302
Si 6.6191 12.2563 1.3965
Si 9.4159 14.9868 1.4161
Si 6.7079 17.7627 0.9676
Si 9.5625 20.4003 1.0387
Si 6.5097 23.2838 1.4197
Si 9.4011 26.0859 1.3268
Si 6.6062 28.8999 1.2831
Si 9.467 31.4753 1.3248
Si 12.5395 1.1822 1.3422
Si 15.1951 3.8681 1.4166
Si 12.2784 6.5905 1.0183
Si 15.027 9.3966 1.4507
Si 12.0827 12.4474 1.0336
Si 14.7243 15.0753 0.9532
Si 12.175 17.7799 1.5351
Si 14.9897 20.7004 1.3001
Si 12.2293 23.2815 0.9419
Si 15.1075 26.0618 1.4127
Si 12.0779 28.7042 1.7555
Si 15.0035 31.1603 1.5317
Si 0.1004 2.669 2.9024
Si 2.6647 32.7858 3.1197
Si 0.0475 8.0867 2.7634
Si 2.7748 5.4135 2.6796
Si 16.2924 13.6866 2.3923
Si 2.7534 10.8276 2.6961
Si 16.3577 19.2636 2.5818
Si 2.5158 16.4997 2.4937
Si 16.3075 24.7076 2.9026
Si 2.5793 21.866 2.7025
Si 16.3728 29.912 2.9073
Si 2.7105 27.4814 2.8993
Si 5.3896 2.7803 2.9656
Si 8.2535 32.796 2.8985
Si 5.3268 8.0874 2.6867
Si 8.2548 5.3986 2.7758
Si 5.2074 13.6779 2.6022
Si 8.111 10.8761 2.6213
Si 5.3197 19.2496 2.3265
Si 7.998 16.453 2.5859
Si 5.3371 24.6696 2.8674
Si 8.0858 21.8195 2.4487
Si 5.3448 30.0726 2.8809
Si 8.0511 27.4742 2.7014
Si 11.0223 2.5814 2.6876
Si 13.7153 32.6499 2.8685
Si 10.9141 8.0976 2.45
Si 13.6391 5.3018 2.5913
Si 10.8214 13.6229 2.6676
Si 13.5544 10.9866 2.4688
Si 10.7714 19.2029 2.6929
Si 13.5955 16.3482 2.6589
Si 10.8544 24.5989 2.5036
Si 13.5438 22.0301 2.5959
Si 10.7117 30.1393 2.9125
Si 13.6226 27.32 2.8195
Si 1.4185 4.124 4.1649
Si 4.0786 1.3834 4.3411
Si 1.3455 9.5361 4.0891
Si 4.0578 6.7576 4.135
Si 1.2023 15.0712 3.8664
Si 4.0224 12.267 4.0544
Si 1.2614 20.5193 4.0879
Si 4.0056 17.8376 3.8127
Si 1.3441 26.0364 4.2088
Si 3.9681 23.2244 4.1092
Si 1.2665 31.344 4.3034
Si 4.0699 28.7347 4.3194
Si 6.8572 4.1255 4.2125
Si 9.6468 1.3503 4.1942
Si 6.7483 9.51 4.0027
Si 9.626 6.8316 4.0225
Si 6.656 15.0376 3.9484
Si 9.4716 12.2369 4.0109
Si 6.715 20.4817 3.8581
Si 9.4036 17.7813 3.9958
Si 6.776 26.0387 4.1388
Si 9.4737 23.2131 3.8762
Si 6.8046 31.4238 4.1955
Si 9.4082 28.7014 4.2102
Si 12.3134 4.0046 4.0684
Si 15.0683 1.2886 4.2001
Si 12.2394 9.5372 3.8602
Si 14.9895 6.7154 4.0214
Si 12.2009 15.0044 4.0149
Si 14.963 12.324 3.8577
Si 12.2155 20.5827 3.9813
Si 14.984 17.8151 3.9329
Si 12.2065 25.8842 4.0361
Si 14.8936 23.2851 4.123
Si 12.2242 31.4144 4.227
Si 14.9624 28.6218 4.2566
Si 0.0384 0.0109 16.3911
Si 2.7609 2.7709 16.3748
Si 0.0201 5.5186 16.3504
Si 2.7582 8.2767 16.3349
Si 0.0065 10.9955 16.3402
Si 2.7256 13.6893 16.336
Si 16.3836 16.3885 16.3529
Si 2.7122 19.0875 16.3865
Si 0.0156 21.8155 16.4034
Si 2.7656 24.5576 16.4262
Si 0.0564 27.3 16.4112
Si 2.7889 30.0595 16.4067
Si 5.4982 0.0021 16.398
Si 8.2175 2.7673 16.3739
Si 5.4884 5.5324 16.3572
Si 8.195 8.2638 16.321
Si 5.454 10.9874 16.3204
Si 8.1841 13.6935 16.3452
Si 5.452 16.3804 16.3667
Si 8.2002 19.0861 16.393
Si 5.4727 21.8183 16.4127
Si 8.229 24.562 16.4078
Si 5.5036 27.3094 16.4189
Si 8.2265 30.0537 16.4097
Si 10.9542 0.0054 16.394
Si 13.6816 2.752 16.3614
Si 10.9314 5.5097 16.3355
Si 13.6697 8.2636 16.3333
Si 10.9254 10.992 16.3317
Si 13.6631 13.6985 16.3488
Si 10.934 16.4011 16.3666
Si 13.6717 19.095 16.3774
Si 10.9599 21.8063 16.3985
Si 13.7129 24.543 16.4094
Si 10.9694 27.3021 16.4161
Si 13.7064 30.0581 16.4076
Si 1.418 1.3843 17.7449
Si 4.1322 4.157 17.7194
Si 1.401 6.9057 17.6862
Si 4.1135 9.6433 17.7189
Si 1.3769 12.3451 17.7271
Si 4.0847 15.0188 17.7382
Si 1.338 17.7209 17.7546
Si 4.0895 20.4387 17.7605
Si 1.4011 23.1708 17.7803
Si 4.1485 25.9378 17.7886
Si 1.4447 28.6748 17.7664
Si 4.1625 31.4246 17.7818
Si 6.8739 1.3813 17.7413
Si 9.5774 4.1554 17.724
Si 6.8594 6.9071 17.7174
Si 9.5419 9.6391 17.6848
Si 6.8007 12.341 17.7061
Si 9.5549 15.0459 17.7238
Si 6.8231 17.7183 17.7573
Si 9.6014 20.4258 17.761
Si 6.8675 23.1883 17.7645
Si 9.608 25.927 17.776
Si 6.8772 28.6817 17.7881
Si 9.6024 31.4289 17.761
Si 12.3212 1.3907 17.7405
Si 15.0648 4.123 17.6962
Si 12.2927 6.8909 17.675
Si 15.037 9.6355 17.6954
Si 12.2964 12.3404 17.7136
Si 15.0336 15.0399 17.7429
Si 12.3223 17.7312 17.7608
Si 15.0552 20.4324 17.7602
Si 12.3596 23.1527 17.7659
Si 15.108 25.9092 17.7646
Si 12.3523 28.677 17.7701
Si 15.0883 31.437 17.755
Si 0.0409 2.7724 19.0766
Si 2.8041 0.0248 19.1165
Si 0.0441 8.2923 19.0257
Si 2.7733 5.5569 19.0591
Si 0.0055 13.6865 19.113
Si 2.7635 11.0121 19.1097
Si 16.3889 19.0659 19.1593
Si 2.6897 16.3388 19.1141
Si 0.0809 24.562 19.1576
Si 2.7459 21.7908 19.161
Si 0.0938 30.0744 19.0994
Si 2.8207 27.3353 19.1681
Si 5.5211 2.7924 19.0683
Si 8.2325 32.8036 19.1141
Si 5.513 8.3017 19.0778
Si 8.2391 5.5555 19.0941
Si 5.4526 13.6716 19.1249
Si 8.174 10.995 19.0616
Si 5.4291 19.0512 19.1256
Si 8.1932 16.364 19.1384
Si 5.5331 24.5736 19.1448
Si 8.2388 21.8018 19.1056
Si 5.5349 30.06 19.1747
Si 8.2661 27.3238 19.1488
Si 10.9346 2.7714 19.0806
Si 13.7106 0.0233 19.0903
Si 10.9125 8.2651 19.0206
Si 13.6739 5.5093 18.9978
Si 10.9379 13.707 19.0821
Si 13.6691 10.9834 19.0803
Si 10.9722 19.0752 19.1576
Si 13.6934 16.3885 19.1536
Si 11.0037 24.5427 19.1037
Si 13.7272 21.7898 19.158
Si 10.9858 30.0648 19.1229
Si 13.7612 27.307 19.1023
Si 1.4018 4.1849 20.4092
Si 4.1972 1.4123 20.4446
Si 1.3758 9.6556 20.4392
Si 4.1454 6.9406 20.4168
Si 1.3567 15.0004 20.5445
Si 4.1153 12.3356 20.551
Si 1.3753 20.3921 20.5328
Si 4.0346 17.6793 20.4934
Si 1.4718 25.9448 20.5245
Si 4.1599 23.1772 20.4757
Si 1.4497 31.4451 20.4797
Si 4.1901 28.6979 20.5792
Si 6.8676 4.1778 20.4337
Si 9.5822 1.3908 20.4604
Si 6.8592 9.6568 20.4919
Si 9.5811 6.9624 20.4697
Si 6.8094 15.0079 20.5211
Si 9.5062 12.3904 20.4043
Si 6.8365 20.4278 20.4282
Si 9.6013 17.6911 20.5136
Si 6.9131 25.9526 20.5214
Si 9.6658 23.1352 20.4495
Si 6.922 31.4317 20.5354
Si 9.6461 28.695 20.5181
Si 12.3018 4.1873 20.3879
Si 15.0788 1.4017 20.4464
Si 12.258 9.6117 20.389
Si 15.073 6.8779 20.2947
Si 12.3222 15.0139 20.496
Si 15.0552 12.3184 20.4755
Si 12.378 20.4059 20.5466
Si 15.0551 17.7152 20.5903
Si 12.4027 25.9125 20.4358
Si 15.1322 23.1521 20.5054
Si 12.3675 31.4478 20.4603
Si 15.1606 28.6784 20.4412
Si 0.0464 0.0064 21.8049
Si 2.8484 2.8622 21.7234
Si 0.0068 5.5824 21.7185
Si 2.8243 8.363 21.7587
Si 0.0008 10.9544 21.8689
Si 2.68 13.6167 21.9598
Si 0.0305 16.3511 21.9809
Si 2.6461 18.948 21.9253
Si 0.0849 21.7962 21.9203
Si 2.8972 24.593 21.8749
Si 0.121 27.354 21.8655
Si 2.8401 30.1507 21.9254
Si 5.5545 0.0534 21.8573
Si 8.1949 2.7788 21.8043
Si 5.5551 5.622 21.772
Si 8.2416 8.3404 21.902
Si 5.5524 11.0277 21.9334
Si 8.222 13.7069 21.9115
Si 5.341 16.2869 21.8624
Si 8.1761 19.0657 21.7868
Si 5.4719 21.741 21.8134
Si 8.3309 24.5277 21.7783
Si 5.5959 27.3258 21.9733
Si 8.3172 30.0768 21.9459
Si 10.9865 0.0299 21.8057
Si 13.6789 2.8329 21.7235
Si 10.9932 5.5953 21.7866
Si 13.6744 8.1825 21.6228
Si 10.8491 11 21.6975
Si 13.7015 13.6627 21.8596
Si 10.9813 16.3378 21.9186
Si 13.6833 19.0398 22.0212
Si 11.0278 21.8046 21.8732
Si 13.7576 24.5407 21.8139
Si 11.0982 27.3102 21.8004
Si 13.7989 30.0608 21.7637
Si 1.4635 1.4818 23.0148
Si 4.1905 4.2654 23.0987
Si 1.4066 6.9977 23.007
Si 4.1612 9.6519 23.2778
Si 1.3211 12.2463 23.3789
Si 3.9886 14.9749 23.3849
Si 1.3563 17.6249 23.502
Si 4.0655 20.3346 23.1569
Si 1.6008 23.153 23.1936
Si 4.2673 25.9027 23.3296
Si 1.4944 28.7435 23.2803
Si 4.2025 31.5769 23.3032
Si 6.9178 1.3836 23.2682
Si 9.5646 4.2305 23.075
Si 6.8513 6.9752 23.2277
Si 9.6193 9.7412 23.2493
Si 6.9407 12.3702 23.3845
Si 9.6349 14.9995 23.3209
Si 6.7166 17.7239 23.0987
Si 9.6249 20.3598 23.1227
Si 6.9373 23.1152 23.0698
Si 9.791 25.8553 23.1109
Si 6.958 28.7255 23.3632
Si 9.7968 31.4063 23.2668
Si 12.3042 1.5089 23.0773
Si 14.9678 4.27 23.0744
Si 12.4245 6.9315 23.1583
Si 14.8702 9.5866 23.0345
Si 12.2773 12.2338 23.0623
Si 15.0548 14.9766 23.3134
Si 12.3307 17.5777 23.4403
Si 15.1005 20.4597 23.373
Si 12.4276 23.1919 23.2287
Si 15.151 25.9082 23.1479
Si 12.542 28.6416 23.1515
Si 15.0592 31.4359 23.2086
Si 0.0735 2.9319 24.1864
Si 2.7504 0.2564 24.5713
Si 16.2699 8.2194 24.2632
Si 2.7736 5.6952 24.3424
Si 16.1924 13.4572 24.7181
Si 2.8072 10.9404 24.7752
Si 0.0819 19.1602 24.8557
Si 2.6507 16.1978 24.9875
Si 0.2036 24.5678 24.3796
Si 2.9142 21.7286 24.6091
Si 0.0439 30.0658 24.6924
Si 2.9073 27.3613 24.6666
Si 5.4555 2.8729 24.5301
Si 8.5005 0.0465 24.6213
Si 5.555 8.342 24.6846
Si 8.298 5.64 24.4865
Si 5.4077 13.627 24.7274
Si 8.4222 11.1318 24.8698
Si 5.3648 19.003 24.5447
Si 8.0524 16.4078 24.4429
Si 5.7284 24.4216 24.5933
Si 8.2916 21.7472 24.3946
Si 5.5825 30.2463 24.7277
Si 8.485 27.2009 24.4758
Si 10.9453 2.9197 24.4117
Si 13.6339 0.1463 24.3924
Si 11.3603 8.6529 24.395
Si 13.7189 5.5276 24.7052
Si 11.1576 13.5766 24.6003
Si 13.1841 10.5333 24.3754
Si 10.7712 18.962 24.6324
Si 13.885 16.3262 24.8841
Si 11.1687 24.5853 24.6035
Si 13.7082 21.8855 24.7132
Si 11.2854 29.9915 24.5587
Si 13.8722 27.25 24.5829
Si 1.3692 4.3203 25.5535
Si 3.6202 2.1133 25.9504
Si 1.9661 9.6157 26.6057
Si 3.867 7.1451 25.875
Si 1.3065 14.4519 26.3474
Si 4.3815 12.0632 26.279
Si 1.2442 20.8502 26.0994
Si 4.2591 17.6357 26.2393
Si 1.3057 26.0539 25.8455
Si 4.7826 22.5829 25.8158
Si 1.0774 31.9244 25.8053
Si 4.1516 28.8838 26.0576
Si 7.1352 3.9522 25.8008
Si 9.5404 1.7916 25.9235
Si 6.7628 9.9379 26.0938
Si 10.0049 7.0376 25.5298
Si 6.4688 15.3733 25.8764
Si 10.0633 12.5182 26.4052
Si 6.9089 20.3262 25.6651
Si 8.9508 17.9257 25.9778
Si 7.4625 25.5338 25.8102
Si 9.535 23.2916 25.6868
Si 7.0526 31.681 26.0227
Si 10.2 28.2327 25.7341
Si 11.8355 4.5163 25.922
Si 15.2849 1.3919 25.4221
Si 16.0675 9.2219 26.4208
Si 15.5283 6.5852 25.8484
Si 12.8115 14.5119 26.0218
Si 14.5702 11.9319 25.7291
Si 12.3622 20.1976 25.818
Si 14.8785 18.3655 26.5148
Si 12.4383 26.0998 26.1081
Si 15.4659 23.1457 25.8234
Si 12.6256 31.4766 25.9078
Si 15.4437 28.2612 26.0643
Si 15.1835 2.3778 28.1829
Si 6.1036 5.0701 30.7843
Si 0.4421 3.6471 29.9782
Si 15.1434 15.4363 30.2058
Si 2.2588 12.1 28.2147
Si 0.9378 13.4765 30.7439
Si 12.3481 15.0649 28.9588
Si 3.659 18.1646 29.3481
Si 13.1742 22.4363 29.8367
Si 7.102 24.0251 31.9039
Si 14.1328 30.0397 28.0452
Si 5.1225 0.3213 27.7225
Si 2.9438 30.9861 27.8771
Si 5.5449 1.5326 33.0557
Si 5.7232 5.6931 27.8513
Si 8.0305 7.897 27.8198
Si 6.2832 12.2727 30.9389
Si 8.7529 15.2696 27.6308
Si 1.3895 15.9005 29.2492
Si 9.6938 19.9375 30.2155
Si 3.4008 24.6098 27.616
Si 5.5568 26.7586 27.6878
Si 1.8498 28.2819 30.8261
Si 6.0773 32.277 30.614
Si 14.5762 5.4362 31.332
Si 8.7485 13.8839 30.2157
Si 11.0819 12.2278 29.2709
Si 15.0801 19.7779 29.5161
Si 11.6577 23.8519 32.0329
Si 8.737 29.9018 28.0457
Si 11.471 31.2722 28.6506
Si 0.7022 30.4289 35.7277
Si 16.2221 0.7394 30.2081
Si 2.6835 8.3828 31.4141
Si 8.0519 15.8714 35.5504
Si 1.7563 20.5659 29.2593
Si 2.466 23.5675 30.2041
Si 9.0505 20.0619 34.6325
Si 16.1784 30.7136 30.3948
Si 3.71 30.3419 30.7375
Si 7.3196 0.7581 35.2029
Si 10.0318 4.8226 32.5648
Si 7.7149 7.6467 30.6613
Si 8.4761 11.5784 33.0969
Si 5.3075 9.5257 30.6519
Si 8.7602 14.48 33.0999
Si 9.3758 22.0254 32.4237
Si 10.8075 21.4985 28.0504
Si 6.0793 26.2858 30.6664
Si 8.3956 28.2697 30.5069
Si 4.9466 29.1446 35.3722
Si 7.5847 30.7234 34.5514
Si 10.7143 2.9073 28.3662
Si 13.0047 3.3656 30.2928
Si 16.3965 7.4849 32.1146
Si 15.6268 7.6442 35.1695
Si 11.2072 10.6539 31.888
Si 14.4499 24.9217 28.2992
Si 15.3993 22.2039 33.3934
Si 14.8998 19.5328 33.8644
Si 12.924 26.3073 33.0005
Si 8.2423 2.6667 33.098
Si 12.0369 2.3428 32.7843
Si 4.0446 4.0151 33.0369
Si 15.5372 0.286 35.0482
Si 12.0032 5.528 35.9929
Si 2.6761 5.0432 35.5095
Si 4.4302 9.6467 33.4284
Si 2.0582 5.4953 31.4597
Si 1.1206 20.6684 34.6743
Si 10.5728 26.5005 31.3786
Si 0.3959 25.686 30.1974
Si 9.3062 29.7426 38.0801
Si 4.3914 24.5044 32.4178
Si 8.5361 1.8816 37.485
Si 4.5329 12.8167 33.1639
Si 11.4571 32.4592 31.4756
Si 2.0048 16.0003 35.184
Si 8.7231 9.208 35.0526
Si 5.2709 17.5856 32.0679
Si 6.0125 15.2111 33.5762
Si 9.1398 28.2726 35.4957
Si 8.675 25.9317 33.766
Si 8.5964 31.0915 31.7218
Si 5.2466 26.618 37.0732
Si 10.0888 7.9749 32.6481
Si 2.9387 29.7843 37.4446
Si 8.6555 3.5161 30.4295
Si 14.4074 4.8708 34.4745
Si 12.2241 11.2977 34.6765
Si 1.6522 13.3008 33.7597
Si 8.4548 18.237 32.0811
Si 13.9593 17.6549 31.7292
Si 10.2021 24.5156 35.9031
Si 11.0497 17.3731 30.806
Si 13.0415 27.2175 38.5619
Si 11.9829 26.9775 35.7784
Si 1.6076 3.7647 37.9635
Si 0.2952 3.0448 35.3982
Si 0.1819 12.4563 38.0503
Si 2.0073 7.9974 36.49
Si 3.3391 18.5649 34.2373
Si 2.295 11.1839 36.0584
Si 0.5619 24.8943 35.7807
Si 1.0414 17.1614 37.7396
Si 5.4182 22.3194 36.9451
Si 2.522 29.4765 33.3319
Si 3.6515 24.5375 35.5102
Si 6.7384 6.5884 37.7991
Si 9.264 4.98 37.1999
Si 5.1771 11.4794 37.2092
Si 5.9707 8.7208 35.9175
Si 3.5063 15.418 37.7402
Si 9.8839 11.1607 36.7734
Si 4.7952 19.2775 36.9444
Si 7.7269 18.6171 36.8777
Si 7.5243 24.3516 37.4056
Si 13.991 21.3062 35.8456
Si 14.4428 32.1526 32.1632
Si 12.6859 3.4973 38.0224
Si 10.695 32.4796 37.2953
Si 12.7927 8.5401 35.7488
Si 13.0175 9.635 38.3406
Si 7.716 13.2217 37.2891
Si 13.8244 12.4593 37.023
Si 10.9731 21.5217 36.5713
Si 15.64 25.102 32.8679
Si 0.1893 22.082 37.1402
Si 12.7247 1.2696 35.7821
Si 0.7117 27.8288 37.1553
O 15.4606 0.9243 39.64
O 1.1208 31.6714 39.7051
O 2.3313 2.6458 38.8849
O 1.4164 4.1426 34.863
O 15.2382 6.4687 39.6011
O 0.8277 4.8564 38.8895
O 2.4876 7.8555 38.0639
O 1.1319 9.4593 39.5071
O 0.828 13.7333 38.8796
O 15.8688 11.4675 39.1337
O 3.8201 11.7027 36.3327
O 3.1477 13.609 33.2678
O 16.3821 19.4934 34.5562
O 1.2797 21.2741 36.1934
O 1.3357 18.7519 38.1203
O 16.078 16.6139 38.4029
O 0.0157 23.666 36.712
O 0.6051 21.9295 38.7115
O 3.5894 23.8003 39.6407
O 1.5653 25.8167 39.6293
O 0.0855 27.7723 38.6648
O 3.9668 25.7735 36.5143
O 3.1702 30.0923 39.0122
O 14.9295 32.6715 33.6083
O 4.2797 1.0994 39.7128
O 9.5182 0.7263 36.9152
O 9.1149 3.3647 37.1768
O 6.8994 3.8156 39.7396
O 5.6708 5.7712 38.7371
O 7.7679 7.5403 38.6592
O 6.6936 9.6234 39.6518
O 3.3603 13.9026 38.3907
O 4.7836 11.2493 38.7738
O 8.2567 13.1726 38.8272
O 6.7105 14.9906 39.7357
O 2.3213 16.3562 38.3895
O 3.933 19.2433 38.3522
O 8.3715 19.14 38.2714
O 6.1439 18.4037 37.1477
O 5.2805 22.2492 38.5589
O 5.2263 20.7794 36.4554
O 10.4047 20.3437 35.5468
O 7.8689 24.0046 38.9582
O 4.9377 27.3284 38.5265
O 6.7665 26.1698 39.9078
O 6.2903 31.8963 39.7406
O 7.9206 30.4086 38.5834
O 11.1499 0.1685 38.7728
O 12.4834 31.0096 39.6653
O 12.2958 2.4514 36.8298
O 14.0739 2.976 38.6857
O 12.6538 5.0474 37.4356
O 11.6107 3.5762 39.2657
O 12.1168 8.9773 37.1593
O 14.174 8.5568 38.6887
O 10.4683 11.2645 38.2889
O 12.1085 9.7596 39.6849
O 13.1139 13.5976 37.9811
O 11.8115 15.4131 39.3269
O 9.802 17.3914 39.4866
O 8.4369 17.2446 36.3238
O 14.4633 18.1707 39.5323
O 12.4698 20.1421 39.4238
O 12.5889 21.5836 36.5557
O 10.5702 21.4542 38.1575
O 15.0307 23.5008 39.459
O 13.8008 25.7686 38.7513
O 11.5525 26.9242 39.1787
O 12.8747 27.5917 36.9822
O 13.7292 28.539 39.2906
O 2.4254 3.2488 26.3565
O 0.3245 5.4714 26.3026
O 6.6285 2.7504 32.98
O 4.2235 1.6553 27.4374
O 1.5721 12.3684 29.701
O 2.1341 10.4849 28.0051
O 4.3607 6.1263 27.0803
O 2.8637 8.2214 26.6667
O 13.9445 15.3275 29.1254
O 1.1358 15.3579 27.7305
O 3.8269 12.5048 27.8217
O 5.5969 10.9967 26.6187
O 0.0767 21.9856 26.442
O 1.8042 20.4844 27.6263
O 4.2085 18.2996 27.8068
O 2.536 17.0016 29.2741
O 0.1889 27.1155 26.5036
O 1.9302 25.0957 27.0711
O 3.4893 24.382 29.231
O 3.8917 23.1604 27.0746
O 12.6354 30.0912 28.7389
O 16.3614 0.3167 26.0465
O 1.5399 31.6274 27.3761
O 3.0637 29.5192 27.1636
O 5.3147 5.5032 29.4256
O 6.3694 4.3374 27.2189
O 8.3029 2.8528 26.2231
O 10.3863 1.6252 27.3763
O 5.7246 10.9988 30.0724
O 7.4063 9.3789 27.5209
O 9.2841 7.7495 26.8174
O 13.2196 5.0099 30.4922
O 5.3838 16.4596 26.4502
O 7.1836 15.0034 27.3147
O 10.9603 11.8012 27.6643
O 9.5405 12.5865 29.6492
O 5.9153 21.472 26.4807
O 7.8986 19.1693 26.4971
O 10.6039 22.9635 32.8662
O 9.2787 16.783 27.1873
O 7.0172 26.2178 27.2509
O 5.4141 26.7776 29.2925
O 8.4882 24.3629 26.3979
O 10.1993 22.5098 26.9666
O 4.3485 29.9527 36.652
O 6.3276 0.255 26.6266
O 9.3358 28.9417 26.9128
O 7.6839 30.9395 27.3696
O 11.0017 5.9111 26.1954
O 15.1059 7.0023 31.1874
O 13.9859 2.8064 29.1563
O 14.6381 2.2918 26.6722
O 15.2822 10.692 26.6729
O 15.37 7.8021 27.0556
O 15.6676 4.3279 30.8664
O 12.0091 13.5576 29.4859
O 12.0626 15.1726 27.3614
O 13.7138 13.151 26.5532
O 11.6234 11.097 30.3516
O 13.4546 18.9865 26.0005
O 13.904 23.7525 29.2682
O 15.0486 19.0794 28.0314
O 11.4745 16.171 29.7914
O 11.2493 27.1943 26.5403
O 13.2051 25.7314 27.5704
O 11.7374 22.2929 29.101
O 15.228 24.1846 27.0824
O 11.6345 31.9532 27.1682
O 11.2023 1.1358 32.0821
O 14.6754 28.5922 27.5155
O 14.0139 30.91 26.6489
O 11.2289 3.7573 32.8591
O 14.867 0.5235 31.1104
O 5.6406 0.4868 31.8194
O 0.6366 32.1315 30.3672
O 15.7318 0.9165 28.6642
O 1.029 8.5018 31.2991
O 3.0509 6.7812 31.2183
O 2.3568 9.5367 35.9322
O 1.6458 11.977 34.741
O 1.4928 12.9153 26.9945
O 16.3204 16.4608 29.6998
O 12.3273 17.6081 31.8067
O 1.8419 14.8077 30.3987
O 2.8698 19.5096 29.8243
O 4.7822 17.7906 30.5096
O 15.4424 25.834 29.2783
O 10.8658 24.91 31.0087
O 4.4138 25.7624 27.0957
O 6.9858 24.9103 30.5238
O 15.2243 30.6406 29.0792
O 3.3905 28.7455 30.4209
O 2.9809 31.1018 29.5037
O 0.7564 29.4309 30.4229
O 8.4773 1.4792 34.2195
O 4.2436 31.8035 27.3544
O 5.8589 0.7322 34.4463
O 7.1026 6.268 31.2681
O 6.8423 6.833 27.5475
O 5.1221 4.7409 32.0378
O 7.1804 13.3803 30.1711
O 8.6401 7.6062 29.3156
O 11.2399 8.993 32.0275
O 3.7139 9.1633 30.3728
O 8.9005 15.1767 29.2507
O 9.4819 13.9827 26.9159
O 15.7832 13.9341 30.418
O 4.4573 18.6286 33.0418
O 10.0904 20.9524 31.4324
O 9.6373 17.1446 31.6511
O 4.8708 25.9378 31.7354
O 8.1976 22.8626 31.6715
O 9.7617 27.3497 30.2341
O 5.62 23.4181 32.2406
O 7.1202 27.459 31.1466
O 5.3192 28.2174 27.0309
O 8.7254 29.4846 31.5315
O 5.6946 0.2464 29.2403
O 16.3971 3.4671 28.4135
O 11.6727 3.8939 27.4667
O 7.1451 11.7068 32.1961
O 9.6531 11.0656 32.1225
O 9.4895 14.2994 31.642
O 8.3194 19.2536 30.783
O 11.7921 20.4174 27.3445
O 14.1168 21.1123 29.6682
O 12.3797 24.7759 33.1601
O 14.4627 26.1784 32.5481
O 9.9655 30.6666 28.8159
O 7.938 28.9483 29.1011
O 11.5382 2.8582 29.7889
O 5.5503 27.7406 35.924
O 12.8319 31.8808 32.1657
O 14.3002 0.859 35.9495
O 3.974 4.6921 34.5451
O 2.619 4.2766 32.3408
O 0.6657 2.1112 30.5951
O 0.402 7.8896 36.2467
O 2.5141 17.1388 34.1029
O 6.5587 16.0471 34.8693
O 0.2405 20.2216 29.8171
O 2.2748 21.9883 29.8909
O 1.0087 24.2174 29.8691
O 0.3414 25.6587 31.8352
O 1.4397 26.944 29.9966
O 8.22 27.0749 34.8432
O 1.8802 28.2128 32.4803
O 16.0944 31.6955 35.686
O 15.2253 30.7666 31.7389
O 3.0579 30.5932 32.2344
O 7.6793 31.8826 30.6032
O 7.6864 32.0028 35.5553
O 8.7999 2.3212 31.5787
O 10.4953 6.3815 32.7695
O 8.6838 8.2239 31.8379
O 5.5382 9.4034 32.271
O 8.1787 10.5153 34.2604
O 5.6763 7.4603 36.8945
O 9.5326 4.7799 31.0107
O 4.9536 12.9516 31.5929
O 7.2728 14.9083 32.5922
O 8.8222 13.0076 33.7974
O 6.9008 17.7641 32.2492
O 4.9614 16.0797 32.6754
O 9.6866 24.8669 34.4155
O 15.2858 23.5375 32.4725
O 8.9591 24.8659 36.8683
O 7.4431 25.0763 33.1346
O 8.811 29.6733 34.7357
O 10.7135 27.9041 35.3371
O 4.1542 2.3754 33.1062
O 7.736 31.359 33.0719
O 10.1231 31.6161 31.8572
O 8.3456 1.715 39.093
O 9.1983 3.2411 28.9274
O 11.6637 32.3775 29.8461
O 1.658 4.7394 30.0532
O 13.2793 2.6828 31.771
O 14.3358 5.2167 32.9114
O 0.8312 6.0985 32.3576
O 15.9831 8.0408 33.6017
O 13.5573 11.0473 37.7878
O 15.1532 6.0873 35.2527
O 12.4351 9.6794 34.6608
O 12.0572 11.5171 33.0428
O 14.513 18.662 30.5735
O 12.7409 22.83 31.3709
O 14.5168 18.1353 33.1776
O 14.4574 22.4315 34.727
O 9.5633 20.7672 28.8305
O 10.8333 18.7837 29.994
O 8.8802 28.5156 37.0816
O 12.0285 27.1109 31.8696
O 12.9304 26.9881 34.4624
O 10.2331 30.8967 37.3481
O 12.4825 1.805 34.2532
O 8.7998 4.1785 33.4905
O 15.2359 3.5257 34.8421
O 0.3137 1.4476 34.9358
O 1.877 30.8396 36.7859
O 1.3648 30.1709 34.2437
O 12.2382 7.0509 35.4726
O 1.3754 11.6251 37.3194
O 4.8492 8.8161 34.7456
O 2.7679 4.4849 37.0486
O 14.5197 16.1246 31.5489
O 2.4716 19.9602 34.1046
O 0.8754 13.0212 32.3266
O 4.3642 11.2678 33.656
O 3.0138 9.0095 32.9039
O 1.2175 14.7161 34.4972
O 0.9595 16.8046 36.152
O 0.5478 26.3498 36.5019
O 3.0454 23.8693 31.7178
O 2.0516 24.4307 35.3561
O 16.0791 25.0953 34.4239
O 16.3985 29.0254 36.254
O 5.2598 30.8482 30.777
O 4.1859 24.7957 33.994
O 0.4839 3.0434 37.0186
O 7.1769 1.6296 36.5867
O 6.1485 12.7907 37.0995
O 2.5803 6.6971 35.6083
O 6.4139 8.4817 30.114
O 7.7939 5.6525 36.931
O 3.2671 15.4318 36.1048
O 5.5209 13.7319 34.0883
O 9.3892 9.6289 36.4752
O 5.9978 10.1597 36.6755
O 3.9511 18.5749 35.743
O 4.9033 16.0792 38.2772
O 9.1381 15.5278 34.327
O 7.992 14.6833 36.646
O 4.2877 23.1712 36.1285
O 6.8948 23.0157 36.6635
O 10.5047 22.9473 35.9709
O 8.7059 21.4022 33.7691
O 3.7616 28.9367 34.2526
O 6.4911 25.5858 37.1904
O 6.1494 29.9806 34.6818
O 10.3822 5.3125 36.026
O 9.8742 5.5135 38.6367
O 2.3033 28.2737 37.2225
O 11.8474 32.7268 36.1448
O 9.8286 8.4062 34.1925
O 7.4115 8.3009 35.2803
O 7.0579 3.8201 30.3594
O 12.8556 4.6414 34.921
O 8.6215 12.1267 36.5465
O 10.903 11.6131 35.5763
O 15.4181 12.852 36.9783
O 14.4152 8.563 35.7234
O 9.0434 18.8547 33.4997
O 7.8807 19.7506 35.7108
O 13.3631 12.2329 35.4359
O 0.5912 21.9506 33.768
O 13.847 19.867 35.0701
O 11.4847 25.4751 36.2273
O 14.8817 20.7723 32.748
O 15.1479 21.3248 36.9882
O 9.9914 29.0602 39.4089
O 9.5371 26.6842 32.6256
Si 16.3551 32.7519 5.6286
Si 2.6983 2.7643 5.6103
Si 16.3704 5.4459 5.4727
Si 2.6967 8.1722 5.4608
Si 16.3181 10.9633 5.3161
Si 2.5945 13.6978 5.2925
Si 16.3222 16.4295 5.319
Si 2.692 19.1288 5.3434
Si 16.2946 21.8891 5.4356
Si 2.6682 24.5955 5.5161
Si 16.358 27.3097 5.611
Si 2.6898 30.0633 5.6592
Si 5.4788 32.7906 5.5958
Si 8.2322 2.7226 5.5199
Si 5.4587 5.472 5.5347
Si 8.1865 8.184 5.3719
Si 5.4284 10.9156 5.3948
Si 8.0943 13.6754 5.3122
Si 5.325 16.4565 5.2875
Si 8.0499 19.1591 5.3342
Si 5.4156 21.8375 5.3519
Si 8.1723 24.5802 5.3738
Si 5.4378 27.323 5.5914
Si 8.12 30.0674 5.6051
Si 10.9317 32.7971 5.6062
Si 13.6722 2.6896 5.5006
Si 10.9574 5.439 5.4158
Si 13.621 8.1904 5.3036
Si 10.893 10.8771 5.3279
Si 13.6185 13.6483 5.3265
Si 10.8268 16.4145 5.3277
Si 13.5927 19.1657 5.317
Si 10.8257 21.905 5.3583
Si 13.5451 24.6041 5.505
Si 10.8629 27.2793 5.4443
Si 13.594 30.0275 5.5633
Si 1.3345 1.358 6.9365
Si 4.0984 4.1235 6.9184
Si 1.322 6.832 6.8294
Si 4.0704 9.5663 6.7828
Si 1.2808 12.3228 6.7048
Si 3.9893 15.0563 6.6708
Si 1.3168 17.7612 6.7079
Si 4.0536 20.482 6.74
Si 1.2813 23.2135 6.8314
Si 4.0598 25.9273 6.8944
Si 1.3258 28.6677 6.973
Si 4.0923 31.4393 6.9608
Si 6.8631 1.3713 6.9111
Si 9.5928 4.1189 6.8455
Si 6.8466 6.8626 6.8227
Si 9.5361 9.5588 6.7425
Si 6.7836 12.3115 6.7323
Si 9.4785 15.0311 6.6917
Si 6.7179 17.7701 6.703
Si 9.4654 20.5029 6.7045
Si 6.7934 23.203 6.7425
Si 9.5162 25.9134 6.8196
Si 6.7904 28.6811 6.9553
Si 9.5395 31.4201 6.9273
Si 12.3115 1.3671 6.9171
Si 15.0225 4.0807 6.8538
Si 12.3017 6.8447 6.7563
Si 14.9758 9.5731 6.6975
Si 12.2528 12.2745 6.6906
Si 14.9703 15.0449 6.6932
Si 12.2217 17.7823 6.6839
Si 14.9472 20.4855 6.7607
Si 12.1884 23.2052 6.814
Si 14.9521 25.9237 6.8924
Si 12.2215 28.6307 6.8751
Si 14.9687 31.3827 6.9472
Si 16.3698 2.7377 8.2626
Si 2.7175 0.0059 8.2947
Si 16.3446 8.2389 8.1251
Si 2.7006 5.4969 8.2238
Si 16.3368 13.6926 8.0835
Si 2.6744 10.9669 8.0878
Si 16.355 19.1233 8.0982
Si 2.6704 16.4062 8.0953
Si 16.343 24.5633 8.2298
Si 2.6936 21.8378 8.1413
Si 16.3594 30.0418 8.3063
Si 2.7145 27.2886 8.2832
Si 5.4758 2.7418 8.2516
Si 8.2017 32.8025 8.2852
Si 5.4541 8.2274 8.163
Si 8.2075 5.489 8.1896
Si 5.391 13.6997 8.0564
Si 8.1735 10.9536 8.0985
Si 5.4066 19.1261 8.1229
Si 8.1204 16.4096 8.0634
Si 5.4585 24.5431 8.1884
Si 8.1485 21.8508 8.1341
Si 5.4439 30.0547 8.311
Si 8.186 27.2804 8.2378
Si 10.9369 2.7551 8.2387
Si 13.6411 32.7877 8.2909
Si 10.9167 8.2074 8.1207
Si 13.6529 5.4901 8.17
Si 10.8825 13.6692 8.0492
Si 13.6235 10.937 8.0854
Si 10.8584 19.1401 8.0738
Si 13.6023 16.4172 8.0604
Si 10.8726 24.5692 8.2106
Si 13.592 21.8413 8.1526
Si 10.9016 30.0241 8.2587
Si 13.6103 27.2997 8.2545
Si 1.3504 4.119 9.5914
Si 4.1062 1.3791 9.6216
Si 1.3253 9.6037 9.4808
Si 4.0905 6.8707 9.5458
Si 1.3102 15.0422 9.4644
Si 4.0514 12.3314 9.453
Si 1.3234 20.4689 9.4989
Si 4.0449 17.7563 9.4824
Si 1.3284 25.9121 9.6042
Si 4.0727 23.1815 9.5376
Si 1.3503 31.4211 9.636
Si 4.0812 28.6631 9.6402
Si 6.8487 4.127 9.5775
Si 9.5802 1.3789 9.6114
Si 6.823 9.6062 9.5016
Si 9.5736 6.8625 9.5343
Si 6.7714 15.0445 9.4475
Si 9.5408 12.3212 9.4593
Si 6.7887 20.4769 9.5004
Si 9.5047 17.7615 9.4473
Si 6.8143 25.9069 9.5829
Si 9.5117 23.1877 9.5495
Si 6.8326 31.4283 9.6393
Si 9.5458 28.6497 9.6156
Si 12.3078 4.1326 9.5746
Si 15.0213 1.359 9.6272
Si 12.2763 9.5848 9.4855
Si 15.0161 6.8672 9.5267
Si 12.2475 15.0395 9.432
Si 14.9853 12.3161 9.4553
Si 12.229 20.4659 9.4979
Si 14.9823 17.7566 9.4593
Si 12.2531 25.9157 9.5964
Si 14.9718 23.1799 9.5547
Si 12.275 31.3984 9.6234
Si 14.9925 28.6536 9.6311
Si 16.3955 32.8001 10.9873
Si 2.7284 2.7567 10.957
Si 16.3819 5.509 10.9184
Si 2.703 8.2512 10.8696
Si 16.3633 10.9727 10.8438
Si 2.6931 13.6918 10.8346
Si 16.3574 16.4069 10.8411
Si 2.6985 19.1168 10.8732
Si 16.3745 21.8256 10.8962
Si 2.7255 24.5458 10.935
Si 16.3838 27.2904 10.9756
Si 2.7232 30.0467 10.9891
Si 5.4677 0.0027 10.9832
Si 8.2047 2.7546 10.9515
Si 5.4618 5.5012 10.9127
Si 8.1935 8.2417 10.8746
Si 5.4352 10.9807 10.8367
Si 8.1639 13.692 10.8187
Si 5.4291 16.4051 10.8465
Si 8.1672 19.1165 10.862
Si 5.4456 21.8273 10.9079
Si 8.1823 24.5505 10.9509
Si 5.4691 27.2847 10.9649
Si 8.2012 30.0404 10.9783
Si 10.9305 32.7958 10.9728
Si 13.659 2.7555 10.9543
Si 10.932 5.5029 10.9195
Si 13.6455 8.2387 10.8791
Si 10.9121 10.9665 10.8429
Si 13.6242 13.6907 10.8213
Si 10.8897 16.4043 10.8181
Si 13.6265 19.1132 10.8528
Si 10.8978 21.8299 10.9033
Si 13.64 24.5539 10.9455
Si 10.9197 27.291 10.9792
Si 13.6503 30.0397 10.9903
Si 1.3757 1.3748 12.3231
Si 4.1084 4.1331 12.2947
Si 1.3614 6.8814 12.2617
Si 4.0818 9.6166 12.2209
Si 1.3349 12.3316 12.211
Si 4.0658 15.0438 12.2155
Si 1.3297 17.7513 12.2321
Si 4.0751 20.4608 12.2663
Si 1.3517 23.1758 12.2851
Si 4.0976 25.9109 12.3131
Si 1.3623 28.6608 12.3357
Si 4.1062 31.4223 12.3337
Si 6.8459 1.3802 12.3219
Si 9.5769 4.1299 12.2931
Si 6.8359 6.877 12.2537
Si 9.5586 9.6116 12.2329
Si 6.8097 12.3359 12.207
Si 9.5338 15.046 12.2034
Si 6.8027 17.7544 12.234
Si 9.5348 20.4615 12.2623
Si 6.8141 23.1792 12.3023
Si 9.5573 25.9117 12.3276
Si 6.8387 28.66 12.3281
Si 9.5721 31.4176 12.3338
Si 12.3073 1.3689 12.3165
Si 15.0366 4.1309 12.2968
Si 12.3004 6.8754 12.269
Si 15.0184 9.6095 12.2355
Si 12.2772 12.3323 12.2138
Si 14.9959 15.0412 12.2077
Si 12.2621 17.7468 12.2172
Si 15.0032 20.4572 12.2486
Si 12.2754 23.1786 12.2937
Si 15.0218 25.9105 12.3232
Si 12.2956 28.6583 12.3456
Si 15.0369 31.4127 12.3375
Si 0.0072 2.7602 13.662
Si 2.7486 0.0029 13.6847
Si 16.3942 8.2549 13.6148
Si 2.7378 5.5179 13.6346
Si 16.3778 13.6958 13.5836
Si 2.7128 10.9807 13.5829
Si 16.3807 19.1081 13.6205
Si 2.7096 16.4002 13.6016
Si 0.0111 24.5487 13.672
Si 2.7281 21.8234 13.6575
Si 0.0145 30.0466 13.6979
Si 2.751 27.2935 13.6843
Si 5.4749 2.7611 13.6654
Si 8.2115 0.0009 13.6819
Si 5.4587 8.2562 13.5918
Si 8.1984 5.5092 13.6289
Si 5.4466 13.6939 13.5833
Si 8.1841 10.9829 13.585
Si 5.4516 19.1059 13.6363
Si 8.1825 16.4 13.6004
Si 5.47 24.5533 13.683
Si 8.194 21.8205 13.6649
Si 5.4845 30.0473 13.6835
Si 8.2109 27.2964 13.6925
Si 10.939 2.7524 13.6578
Si 13.6778 32.802 13.6811
Si 10.9267 8.2536 13.6103
Si 13.6671 5.5091 13.6415
Si 10.9112 13.6977 13.5845
Si 13.6538 10.9836 13.5955
Si 10.9191 19.1043 13.6188
Si 13.6402 16.3985 13.5926
Si 10.9398 24.55 13.6849
Si 13.6645 21.82 13.6456
Si 10.9433 30.0482 13.6985
Si 13.6803 27.2919 13.6999
Si 1.3871 4.1373 15.005
Si 4.1251 1.378 15.0348
Si 1.3663 9.6239 14.9719
Si 4.1165 6.8931 14.9814
Si 1.3454 15.0404 14.9697
Si 4.0812 12.3367 14.9519
Si 1.3544 20.4524 15.0105
Si 4.0786 17.7403 14.9984
Si 1.3943 25.9122 15.043
Si 4.1039 23.1811 15.0415
Si 1.3989 31.423 15.0475
Si 4.1304 28.668 15.0442
Si 6.8479 4.1404 15.01
Si 9.5847 1.3794 15.03
Si 6.821 9.6221 14.9562
Si 9.5661 6.8845 14.9763
Si 6.8135 15.0416 14.9696
Si 9.5489 12.342 14.9618
Si 6.826 20.4528 15.0285
Si 9.5554 17.7448 14.9909
Si 6.8474 25.9233 15.0492
Si 9.577 23.1757 15.0424
Si 6.8555 31.4227 15.042
Si 9.5856 28.6671 15.0562
Si 12.311 4.1279 15.003
Si 15.0584 1.3726 15.0244
Si 12.2934 9.623 14.9703
Si 15.0418 6.8831 14.9895
Si 12.2825 15.0438 14.9735
Si 15.0256 12.3418 14.9686
Si 12.3 20.4483 15.0038
Si 15.0142 17.7416 14.9807
Si 12.3217 25.9113 15.0574
Si 15.0491 23.171 15.0251
Si 12.3224 31.4251 15.0481
Si 15.0636 28.6641 15.0584

Results
total energy: -236495.742 eV
total energy less fixed offsets of O -438.35, Si -107.03 eV per atom: 11.958 eV

Forces (eV/angstrom), in the order of the atoms: element, x, y, z
Si 0.003 -0.1115 -0.5624
Si 0.1961 -0.1132 -0.3014
Si -0.1033 -0.0904 0.1449
Si 0.0022 -0.089 -0.1334
Si -0.3225 0.0326 -0.1364
Si 0.0751 -0.1567 0.0291
Si 0.0098 0.142 -0.0231
Si -0.0067 -0.1255 1.0536
Si -0.023 -0.2304 0.0877
Si -0.0314 -0.0015 -0.4291
Si 0.0732 -0.0119 -0.231
Si -0.0841 -0.0073 -0.2095
Si -0.135 0.045 -0.2539
Si -0.0354 -0.2066 -0.1975
Si -0.0272 0.1226 -0.4406
Si 0.095 -0.1984 -0.1848
Si 0.141 0.0037 -0.1037
Si -0.0026 -0.1868 -0.1393
Si -0.0071 0.0078 -0.184
Si -0.0363 -0.1681 -0.1436
Si -0.0984 0.053 -0.3028
Si -0.0162 -0.1814 -0.095
Si -0.0621 0.1677 -0.5155
Si -0.2461 0.1539 0.089
Si -0.1557 0.0939 -0.1575
Si 0.0897 -0.244 0.2362
Si -0.0293 0.1871 0.1728
Si -0.0288 -0.2926 0.1377
Si -0.1314 -0.241 0.0642
Si 0.0201 0.034 -0.0526
Si -0.0308 -0.012 -0.1961
Si 0.1242 -0.1228 -0.3855
Si 0.0572 -0.0005 0.0663
Si 0.0765 -0.0166 0.0736
Si -0.094 -0.4647 0.152
Si -0.0522 -0.1354 0.1275
Si 0.0838 0.1014 -0.1974
Si 0.0115 -0.1428 -0.1365
Si -0.1315 -0.0108 -0.3146
Si -0.0704 -0.0413 -0.2977
Si 0.0286 0.1013 -0.2224
Si 0.0674 -0.1455 -0.1956
Si -0.0997 -0.0434 -0.5263
Si -0.1706 0.2277 -0.521
Si -0.1326 -0.05 -0.1801
Si 0.0519 0.0246 -0.1545
Si 0.0084 0.1165 -0.2716
Si -0.0451 0.0794 -0.2477
Si 0.0362 0.0464 -0.3211
Si -0.1358 -0.0663 -0.1555
Si -0.0508 0.0574 -0.1172
Si -0.1768 0.0465 -0.1293
Si 0.1395 0.0095 -0.2496
Si -0.0232 0.0814 -0.1436
Si 0.1189 -0.0475 -0.1523
Si -0.0165 -0.0274 -0.0223
Si -0.0652 0.1721 -0.1127
Si 0.1098 0.2793 -0.2084
Si -0.0007 -0.0411 -0.1316
Si 0.0851 0.1293 -0.1707
Si 0.0865 -0.0378 -0.2333
Si -0.0006 0.125 -0.2677
Si 0.0965 -0.0416 -0.2101
Si -0.0068 -0.1357 -0.058
Si 0.0442 -0.0075 -0.0876
Si 0.0518 0.1436 -0.1816
Si -0.0749 0.0173 -0.1712
Si 0.0271 0.2725 -0.1415
Si 0.0174 -0.1023 -0.1537
Si 0.0411 0.0584 -0.1596
Si 0.0646 -0.0146 -0.1696
Si -0.1978 0.0771 -0.2853
Si -0.0079 0.1128 0.1543
Si 0.0222 -0.0203 0.2076
Si 0.0503 0.167 0.1566
Si -0.0011 -0.0384 -0.0149
Si -0.0817 0.1731 -0.1331
Si -0.0052 -0.0577 0.0349
Si 0.1731 0.0078 0.0586
Si -0.0327 0.1261 0.1315
Si -0.0859 0.1076 0.1846
Si 0.0566 -0.0892 0.0925
Si 0.0012 -0.0722 0.036
Si 0.0614 0.0433 0.1207
Si 0.0231 0.1208 0.1363
Si 0.1543 -0.1168 0.0758
Si 0.0114 -0.0357 0.1208
Si 0.0444 0.0682 0.1596
Si -0.1942 0.0987 0.1199
Si 0.0297 -0.0722 0.0476
Si -0.0618 -0.1983 -0.1292
Si -0.1666 0.0381 0.1176
Si 0.0995 -0.0426 0.3917
Si 0.1208 -0.072 0.0239
Si 0.0029 -0.1025 0.0566
Si -0.1882 -0.0282 -0.0373
Si 0.1653 -0.1891 0.0075
Si -0.0403 0.0526 0.037
Si 0.1167 -0.016 -0.1621
Si -0.0168 -0.0311 -0.0855
Si 0.0377 -0.0732 0.0549
Si -0.1076 -0.0714 -0.0631
Si -0.0475 0.0334 0.2919
Si 0.0638 -0.2122 0.1782
Si 0.1256 0.0343 -0.1454
Si 0.0011 0.0795 0.0019
Si -0.1513 0.1281 0.0827
Si 0.0797 -0.25 -0.0032
Si -0.0838 -0.1031 -0.0391
Si -0.0616 0.0757 -0.0081
Si -0.0079 -0.1148 -0.0639
Si 0.0041 0.1173 -0.0798
Si 0.0758 -0.0573 -0.0386
Si 0.0456 0.012 0.0101
Si 0.0189 -0.0332 -0.0347
Si -0.0921 0.0231 -0.0219
Si -0.0815 -0.0097 -0.0711
Si -0.0091 0.0724 -0.0506
Si 0.1224 0.0022 0.0423
Si -0.0094 0.0267 -0.0675
Si -0.1052 -0.0302 -0.0725
Si -0.0839 -0.0079 -0.0535
Si 0.0186 0.0135 -0.1082
Si -0.0269 -0.0859 0.0297
Si 0.0244 0.1256 -0.0876
Si 0.0601 -0.0646 -0.0168
Si 0.0336 0.0674 -0.0178
Si -0.0949 0.1001 -0.0543
Si -0.0623 0.0243 -0.1062
Si -0.0464 0.0214 0.01
Si 0.0878 -0.0417 -0.0893
Si 0.0763 -0.0002 -0.0362
Si 0.052 0.0938 -0.0351
Si 0.0052 -0.1282 -0.0551
Si -0.0754 0.095 -0.0423
Si 0.039 -0.0171 -0.1118
Si 0.1218 0.0303 -0.0438
Si -0.0383 -0.0197 -0.0142
Si -0.0628 0.0398 -0.0303
Si 0.0541 -0.1481 -0.0613
Si 0.1007 -0.0641 0.047
Si -0.0819 0.0273 -0.0689
Si -0.0328 0.1404 -0.0764
Si 0.0404 0.0874 -0.0049
Si 0.0069 -0.0146 -0.0032
Si -0.0014 0.0061 0.0016
Si 0.0048 -0.0075 0.0044
Si -0.0132 -0.0422 -0.0067
Si -0.0326 -0.0242 0.001
Si -0.0041 -0.0259 -0.0079
Si -0.0106 0.0175 -0.0076
Si -0.0033 0.0156 -0.0074
Si -0.0004 0.0037 0.0018
Si 0.0083 -0.0167 0.0031
Si 0.0091 -0.0307 -0.006
Si 0.0012 -0.0318 -0.0042
Si -0.0061 0.009 0.0058
Si 0.0005 -0.018 -0.0018
Si 0.0043 -0.0133 0.0078
Si 0.0041 -0.0084 0.002
Si -0.0143 0.0243 0
Si 0.0188 -0.0074 0.0045
Si 0.0144 -0.0184 -0.0019
Si 0.0067 0.0052 -0.0112
Si -0.0088 -0.0045 -0.0129
Si -0.0236 -0.0123 -0.0277
Si 0.0037 -0.0205 0.0021
Si -0.0033 -0.0034 0.0054
Si -0.0053 0.0048 0.0037
Si 0.0342 -0.0035 -0.006
Si 0.028 -0.0213 -0.0024
Si -0.0088 -0.0036 0.0038
Si 0.006 -0.0281 0.0078
Si -0.0178 -0.011 0.0065
Si -0.0311 0.0035 -0.0035
Si -0.0022 0.0048 0.0042
Si -0.0027 -0.002 -0.0092
Si 0.0119 -0.0211 -0.0156
Si 0 -0.0065 -0.0119
Si -0.0045 -0.0046 -0.0033
Si -0.0172 0.0195 -0.0068
Si -0.0228 -0.0357 -0.0132
Si 0.0258 0.0082 -0.0236
Si 0.0209 -0.0197 0.0238
Si 0.0527 0.0381 0.0127
Si 0.0056 0.0374 0.0103
Si -0.0022 -0.0163 0.0123
Si 0.014 0.0201 0.005
Si -0.033 -0.0015 -0.0141
Si 0.0089 0.0169 0.0006
Si -0.0077 0.0248 -0.0099
Si -0.01 0.0128 0.0165
Si 0.0157 0.0282 -0.0118
Si 0.0071 0.0077 0.0073
Si -0.0018 0.032 0.0122
Si 0.0252 -0.0507 -0.0192
Si -0.0209 -0.061 -0.0112
Si 0.0056 -0.0025 -0.0268
Si 0.0009 0.0134 -0.0006
Si -0.0282 0.0089 -0.0007
Si 0.044 0.0608 -0.0044
Si 0.0006 -0.0014 0.0179
Si 0.0027 0.0248 -0.003
Si 0.01 0.0032 -0.0139
Si 0.0059 -0.0156 -0.0046
Si -0.0431 -0.0121 -0.0255
Si -0.0129 -0.0114 -0.0024
Si 0.0241 0.0148 -0.0135
Si -0.003 -0.0106 -0.0083
Si 0.0027 -0.0065 0.0185
Si -0.0114 0.0211 0.0114
Si -0.0144 0.0303 0.007
Si -0.0087 0.046 0.0107
Si -0.0045 0.0369 -0.0114
Si -0.0015 0.0029 0.0066
Si 0.0078 0.0349 0.0018
Si 0.0367 -0.0097 0.0269
Si -0.0337 0.0028 0.0163
Si -0.0294 -0.064 0.0057
Si -0.0483 0.0171 0.0465
Si -0.0448 -0.0272 -0.0036
Si -0.0784 -0.0031 -0.0219
Si 0.0143 0.029 -0.0198
Si 0.0505 0.0217 -0.0341
Si -0.006 -0.0181 0.0417
Si 0.0311 0.0198 0.0233
Si 0.0144 -0.0381 -0.0231
Si -0.0157 -0.0162 0.0415
Si -0.027 -0.0122 -0.0011
Si 0.0133 0.0355 0.0171
Si -0.0198 -0.0679 -0.0061
Si 0.0134 -0.0542 0.0291
Si 0.0099 -0.0211 -0.0147
Si -0.0165 0.0294 -0.0096
Si 0.0314 0.038 -0.0007
Si 0.0209 -0.0017 0.0331
Si 0.0163 -0.0651 0.0085
Si -0.0055 0.0082 -0.0265
Si 0.0425 -0.0396 0.0222
Si -0.0139 -0.0269 0.0062
Si 0.0109 0.026 0.0269
Si 0.0199 0.0005 0.0115
Si -0.0317 0.0678 0.0037
Si 0.0427 -0.0284 -0.0068
Si -0.0068 0.0171 0.0142
Si 0.0007 -0.0376 0.0535
Si -0.0193 0.0368 0.0121
Si 0.0271 0.0001 0.0181
Si -0.0069 -0.0099 -0.0367
Si 0.018 -0.0542 -0.0056
Si -0.0357 0.0253 0.023
Si 0.0042 -0.0491 -0.0144
Si 0.0052 -0.0465 -0.0573
Si 0.0484 0.0992 0.0179
Si 0.0446 -0.0219 0.0047
Si 0.0322 0.0609 -0.041
Si 0.0566 0.024 0.0991
Si 0.0696 0.0261 0.1071
Si -0.0799 0.0159 0.02
Si -0.0717 -0.0924 -0.0244
Si -0.0002 -0.0079 0.0171
Si 0.0376 0.031 -0.0153
Si -0.0033 -0.0032 0.0727
Si 0.0071 0.027 0.1038
Si 0.0202 -0.0173 0.0079
Si -0.0674 -0.0352 0.0177
Si -0.0066 0.0372 0.1029
Si 0.0611 0.0138 0.0544
Si 0.0197 0.0541 0.0187
Si 0.0271 -0.0721 0.0578
Si 0.0315 -0.0089 -0.0666
Si -0.0543 -0.0197 -0.0134
Si 0.0233 0.0465 0.0512
Si -0.0596 0.0399 0.0114
Si -0.0344 0.0138 0.0761
Si 0.032 0.0074 0.0702
Si -0.0119 0.0326 0.0208
Si -0.0161 -0.0217 0.0024
Si -0.0592 -0.1355 -0.0421
Si 0.0218 0.0534 0.0013
Si -0.0935 -0.0484 0.0045
Si 0.0816 0.0515 -0.0203
Si 0.0366 0.0411 0.0405
Si -0.0481 0.0072 0.0856
Si 0.0393 0.009 0.02
Si -0.0008 0.0531 0.0102
Si 0.024 0.0073 0.0227
Si 0.0223 0.0361 0.0353
Si 0.0423 0.082 0.102
Si -0.0376 -0.1111 0.0305
Si -0.068 0.1071 0.0801
Si 0.0403 -0.1422 0.0955
Si -0.1062 0.0899 0.0458
Si -0.1409 0.0376 0.0073
Si -0.0424 -0.0774 -0.0544
Si 0.1636 0.0463 0.0164
Si 0.0006 -0.0723 0.148
Si -0.0149 -0.0534 -0.0898
Si 0.0208 0.0454 0.0849
Si -0.0219 -0.0914 -0.0016
Si 0.102 -0.0496 0.0223
Si 0.0569 0.0668 0.1287
Si -0.1087 -0.0604 0.0024
Si -0.0146 -0.0648 -0.1241
Si -0.0444 -0.1314 0.1135
Si 0.025 -0.0452 0.0383
Si 0.0494 0.0643 0.1005
Si -0.0369 0.0193 0.0413
Si -0.002 0.1317 0.0534
Si 0.0459 -0.1364 0.0247
Si 0.0156 0.0473 -0.1299
Si -0.0345 -0.0129 -0.0875
Si 0.0362 -0.0302 -0.062
Si 0.0772 0.056 -0.039
Si -0.0893 -0.1223 0.0635
Si 0.0144 0.1386 -0.0365
Si -0.0407 0.1108 -0.0284
Si 0.0229 -0.0187 -0.0226
Si 0.1129 -0.0015 0.078
Si 0.0496 0.0162 0.1898
Si 0.003 -0.0711 -0.0635
Si 0.0284 0.0555 -0.0019
Si -0.059 -0.0725 0.0274
Si -0.0048 0.0322 0.0407
Si 0.0501 -0.1172 -0.1559
Si 0.0787 0.0198 -0.08
Si -0.0076 0.2107 -0.2048
Si -0.04 0.1235 0.0303
Si 0.2951 -0.0993 0.0836
Si 0.2094 0.1111 0.0143
Si -0.1062 0.0057 0.1548
Si -0.1116 0.0286 -0.1716
Si 0.0829 -0.0481 -0.1201
Si -0.0024 -0.0675 0.1807
Si -0.0824 0.0122 0.0833
Si -0.1039 0.1086 0.0359
Si -0.0534 0.0095 0.0525
Si -0.0868 0.0146 -0.2283
Si -0.0509 -0.0307 0.0087
Si 0.0331 0.1883 0.106
Si 0.008 -0.0457 0.1014
Si -0.044 -0.0775 0.1628
Si -0.0266 -0.1385 -0.2172
Si 0.0539 -0.0301 -0.0983
Si -0.0513 0.1096 -0.1229
Si -0.0333 0.0641 -0.1468
Si -0.0199 -0.0078 0.1018
Si -0.0016 0.0065 0.0713
Si -0.1571 0.0929 0.036
Si 0.008 0.1178 0.0076
Si 0.1707 0.0276 0.13
Si -0.0674 -0.4417 -0.2632
Si -0.176 -0.0481 -0.1085
Si 0.0022 0.0848 0.0759
Si 0.0291 0.1509 -0.0289
Si -0.0572 0.0265 -0.081
Si 0.0549 -0.0958 -0.0688
Si -0.0675 -0.0431 -0.2264
Si 0.1301 -0.0663 -0.1003
Si 0.1286 -0.1991 -0.021
Si 0.0112 -0.1567 0.2157
Si 0.0835 0.1095 0.2786
Si -0.1675 -0.2437 0.2753
Si 0.1394 0.079 0.2476
Si 0.0733 -0.0018 -0.0644
Si -0.0722 -0.1341 0.247
Si 0.0281 0.2406 0.475
Si -0.0326 -0.0332 0.1465
Si -0.0202 0.0519 0.2147
Si 0.0134 0.0522 0.1581
Si -0.0045 -0.0475 0.3184
Si -0.1029 -0.0145 0.1631
Si 0.0337 -0.0147 0.1365
Si -0.1016 0.059 0.1963
Si -0.0362 0.0267 0.2935
Si 0.1622 -0.0209 0.1063
Si 0.0068 0.1083 0.4847
Si -0.0264 -0.0516 0.3779
Si -0.0367 -0.1253 0.2132
Si -0.0927 -0.0176 0.1632
Si 0.0895 0.0112 0.1638
Si 0.0774 0.0489 0.2318
Si 0.0227 0.0065 0.1358
Si -0.0035 -0.0168 0.1823
Si -0.0974 -0.0362 0.4002
Si 0.0775 -0.1413 0.0835
Si -0.0503 -0.0965 -0.1533
Si -0.2411 -0.2411 0.4931
Si 0.0335 0.1106 0.0524
Si 0.0289 0.0763 0.0361
Si -0.1438 -0.0414 0.2365
Si -0.0059 -0.1596 0.6342
Si -0.068 0.0457 0.3769
Si 0.1031 -0.041 0.1875
Si -0.0544 0.066 0.2535
Si 0.0836 -0.0756 0.345
Si -0.1842 0.1955 0.1386
Si -0.1809 0.1232 -0.1774
Si -0.657 -0.2938 -0.2299
Si -0.0316 0.042 -0.0262
Si -0.4201 0.1836 -0.2369
Si 0.207 0.1508 -0.5594
Si 0.1409 0.0157 0.0083
Si 0.181 -0.0893 0.257
Si 0.034 0.0422 0.057
Si 0.2052 -0.1743 0.1181
Si -0.1659 0.1874 0.0109
Si 0.0454 -0.1015 0.0813
Si 0.1839 0.0289 0.0513
Si 0.2276 -0.0356 -0.2327
Si -0.0759 0.0996 -0.3018
Si 0.0257 0.0291 0.4059
Si 0.1444 -0.1961 -0.3489
Si -0.075 -0.2122 -0.7048
Si 0.1129 0.1415 0.4558
Si -0.006 0.0569 -0.2204
Si 0.0525 -0.0551 0.1891
Si -0.0947 -0.0686 0.2036
Si 0.0967 -0.0536 -0.1019
Si -0.0778 0.063 0.2062
Si 0.5169 -0.1051 -0.1819
Si 0.0841 0.1691 0.1159
Si 0.8743 -0.0167 -0.2006
Si 0.4006 0.2927 -0.3259
Si 0.0833 0.0374 -0.2521
Si -0.1718 -0.3394 0.4249
Si 0.0438 0.1059 -0.2402
Si 0.1144 0.0157 -0.7632
Si -0.0612 0.139 -0.019
Si -0.0814 -0.0201 0.0853
Si -0.1498 -0.0179 -0.0115
Si 0.1462 0.0464 -0.3335
Si -0.0082 -0.1823 0.0395
Si 0.1791 -0.0782 0.4396
Si 0.1547 0.0091 0.2769
Si -0.0184 -0.1055 0.3742
Si 0.0655 -0.0778 0.2473
Si -0.0744 0.2884 0.2879
Si 0.0153 0.0278 0.3105
Si -0.0113 0.0364 0.3096
Si -0.052 -0.0319 0.3721
Si 0.1025 0.0171 0.0839
Si -0.0412 0.1158 0.2305
Si 0.0665 0.0644 0.2605
Si -0.1892 -0.0336 0.5107
Si 0.0339 -0.1144 0.0759
Si -0.1739 -0.0747 0.1296
Si 0.2756 0.0863 0.2959
Si 0.0359 -0.1013 0.133
Si -0.037 0.208 0.0769
Si 0.0338 0.0293 0.4892
Si -0.116 0.0695 0.2429
Si -0.1474 -0.0528 0.3264
Si 0.1708 0.0302 0.4094
Si 0.0893 -0.1466 0.3036
Si 0.1048 -0.3102 0.4911
Si -0.063 0.0042 0.041
Si 0.0095 -0.11 0.3347
Si -0.1082 0.0024 0.1645
Si 0.0655 0.0863 0.3815
Si 0.0702 0.1122 -0.0705
Si -0.0546 -0.1277 0.1035
Si 0.084 0.0465 0.2865
Si 0.013 0.0872 -0.2748
Si 0.1359 -0.1313 0.343
Si 0.0809 -0.037 0.1058
Si -0.0289 -0.0211 -0.1989
Si -0.0226 0.2347 0.3094
Si -0.0312 -0.0223 0.4956
Si -0.0292 0.0019 -0.2526
Si 0.2029 -0.0426 0.4005
Si 0.1098 -0.337 0.4818
Si -0.0155 -0.0346 -0.007
Si -0.0403 0.0083 0.1938
Si 0.0452 -0.0222 0.4436
Si 0.003 -0.0602 0.081
Si -0.0214 0.0535 0.3092
Si 0.0811 0.0247 0.1012
Si -0.0981 0.0507 0.033
Si -0.0673 0.0518 0.0512
Si 0.1738 -0.1377 0.4377
Si 0.007 -0.1065 0.3198
Si -0.0788 0.0742 -0.3934
Si -0.1351 -0.0802 -0.1257
Si 0.1277 -0.0024 0.1243
Si 0.0567 0.1188 0.3595
Si 0.0207 -0.0594 0.0575
Si -0.1082 -0.1821 -0.1895
Si -0.0754 -0.0789 0.1579
Si 0.0419 0.0114 0.1379
Si 0.0133 0.2377 -0.1798
Si -0.0651 -0.0601 -0.1807
Si -0.0335 0.0474 -0.0019
Si 0.0549 -0.0283 0.2986
Si 0.0818 0.0165 0.1683
Si 0.1489 -0.0879 0.1964
Si 0.1468 0.0046 -0.1814
Si -0.0426 -0.0103 -0.2482
Si -0.0486 -0.1603 -0.2692
Si 0.0827 -0.0062 0.0648
Si 0.0371 0.0023 -0.0497
Si -0.0006 0.0604 -0.331
Si -0.1643 0.0203 0.0271
Si 0.1372 0.0883 0.3079
Si 0.1462 -0.2073 -0.2995
Si -0.1965 0.0274 -0.0318
Si -0.2593 0.1509 -0.0794
Si 0.0168 -0.2363 -0.0551
Si 0.0273 -0.0853 0.2027
Si 0.0076 -0.0281 -0.3409
Si 0.0083 -0.1312 -0.2471
Si 0.0037 0.0486 -0.0169
Si -0.1179 0.0542 -0.0142
Si -0.0366 -0.0631 -0.4252
Si -0.1421 0.0902 -0.1542
Si -0.0392 0.0044 0.1155
Si -0.0937 0.0333 -0.162
Si -0.1502 -0.1046 -0.0146
Si -0.1253 -0.0335 -0.4736
Si 0.1254 -0.0508 0.2215
Si 0.0888 0.0059 -0.0786
Si -0.0282 -0.1701 -0.0565
Si 0.0152 -0.0092 -0.0416
Si -0.1207 0.0958 0.0214
Si 0.0015 -0.0416 0.1088
Si -0.0027 0.1594 -0.2321
Si 0.0265 0.0709 0.2385
Si -0.0379 0.1433 0.0058
Si -0.3049 -0.1291 -0.3757
Si -0.0507 -0.042 0.0161
Si 0.0207 -0.1181 -0.3813
Si 0.0298 -0.0424 -0.0389
Si -0.0267 -0.0094 -0.2259
Si -0.0902 0.1408 -0.1666
Si -0.1725 -0.0093 -0.2221
Si 0.1819 0.049 -0.2664
Si -0.0472 0.0723 -0.3091
Si -0.0389 0.272 -0.2343
Si 0.0512 -0.0447 0.1661
Si 0.0724 0.1023 -0.2337
Si 0.0964 0.0001 -0.1802
Si 0.0203 -0.0304 -0.217
Si 0.1871 -0.0553 -0.2799
Si 0.1018 -0.0218 -0.3091
Si 0.1456 -0.1742 -0.2989
Si 0.0324 -0.1782 -0.1914
Si -0.0998 0.1731 -0.3968
Si -0.0109 -0.0486 -0.4189
Si -0.0536 -0.0299 -0.2398
Si 0.0593 0.0538 -0.266
Si 0.0429 -0.0816 0.1921
Si -0.1209 -0.0044 -0.2443
Si 0.041 0.0191 -0.4079
Si 0.042 -0.2323 -0.2148
Si 0.0136 -0.1608 -0.1708
Si -0.0458 0.0324 -0.1633
Si -0.0196 -0.1183 -0.1859
Si 0.0803 -0.006 -0.4726
Si 0.0569 -0.0744 0.0861
Si -0.1488 0.1551 -0.6279
Si 0.2166 -0.186 -0.3726
Si 0.1868 0.0851 -0.4211
O -0.1083 0.2546 0.5027
O -0.004 -0.2644 0.323
O -0.1671 -0.1919 0.0277
O 0.0092 0.0108 -0.135
O -0.3796 0.2278 0.288
O 0.1524 0.0393 0.1263
O 0.0889 0.2461 0.7917
O -0.1034 -0.1214 0.3454
O 0.3643 0.2126 -0.0751
O 0.0415 -0.0808 -0.0279
O 0.2754 0.4236 0.14
O 0.1691 0.2711 -0.231
O 0.1266 0.0277 0.3554
O 0.1125 -0.2044 0.0965
O 0.3821 0.1454 -0.1179
O -0.0903 0.0136 0.2871
O -0.1952 -0.1254 0.206
O 0.0495 0.1929 0.2992
O 0.1471 -0.2721 0.3692
O -0.2814 0.063 0.3679
O -0.2207 -0.1496 0.4742
O -0.1606 0.1858 0.1917
O -0.1501 0.0552 0.3295
O 0.0741 -0.0267 -0.1012
O -0.1405 0.1829 0.5362
O -0.05 -0.1963 -0.0008
O 0.2754 -0.018 0.0104
O 0.1547 0.2266 0.5309
O -0.2814 0.017 0.3724
O 0.2189 -0.1818 0.2877
O -0.2667 0.0515 0.4908
O -0.3562 0.0484 0.1854
O -0.1252 0.1989 0.3172
O 0.281 0.157 0.2544
O -0.0235 -0.0353 0.2384
O -0.13 0.0134 0.2894
O -0.2346 -0.118 -0.0885
O 0.0657 0.3968 0.192
O -0.0449 -0.3832 0.4381
O 0.1785 -0.3614 0.3256
O -0.1167 -0.1172 -0.0965
O 0.1797 0.1197 0.278
O 0.0055 -0.2155 -0.0044
O 0.1521 -0.1313 0.4413
O -0.1533 -0.1528 0.4169
O 0.477 -0.2101 0.5269
O 0.1131 0.1949 0.014
O 0.0858 0.2198 0.1202
O -0.3172 0.2582 0.4419
O -0.0159 0.165 0.4237
O 0.2824 -0.056 -0.1767
O 0.1091 0.2245 0.0658
O 0.1116 0.2822 0.0546
O 0.1091 0.2412 0.2641
O 0.0414 0.3734 -0.2882
O 0.1243 0.2762 0.3374
O 0.1743 0.1408 -0.0754
O -0.065 0.1847 0.4454
O -0.0243 -0.3917 0.4908
O -0.1095 0.4627 0.3601
O 0.3098 0.0286 0.3857
O 0.14 -0.054 0.2872
O -0.2448 0.0786 0.3214
O 0.0364 0.1445 0.3122
O 0.1255 -0.2316 0.527
O 0.0381 0.1245 0.064
O 0.0594 0.0068 0.098
O -0.1974 0.1669 -0.0821
O 0.3708 -0.0051 0.3741
O 0.3249 0.0803 -0.1592
O 0.1097 -0.2353 -0.2593
O 0.0659 -0.1998 -0.1091
O 0.0062 0.0573 0.0413
O -0.0673 -0.068 0.0922
O 0.1347 -0.3591 -0.2904
O 0.3048 0.5226 0.1049
O 0.017 -0.1334 -0.2545
O 0.0365 0.033 -0.342
O -0.0395 -0.056 -0.1358
O -0.1441 -0.0131 -0.3428
O 0.2663 0.1279 -0.1604
O 0.0591 0.0377 0.0006
O 0.087 -0.1936 -0.1629
O -0.1298 -0.3254 -0.3127
O -0.234 -0.2147 -0.6746
O -0.0119 -0.2444 -0.1819
O -0.2797 0.1726 -0.4975
O 0.1447 0.1034 -0.0505
O 0.2831 0.5475 -0.3554
O -0.0279 0.2083 0.0303
O 0.1516 -0.0696 -0.0096
O -0.0076 -0.1514 -0.0739
O 0.0784 0.0592 0.0831
O 0.1675 -0.2379 -0.4218
O -0.3643 0.2069 -0.5617
O 0.0429 0.0031 0.1247
O -0.3509 0.231 0.0304
O -0.184 -0.0717 -0.2652
O -0.0597 0.2749 -0.139
O 0.1129 -0.1336 -0.0805
O 0.0931 0.3133 -0.0793
O 0.1587 -0.2947 -0.0751
O -0.1206 -0.1544 -0.0025
O -0.0681 -0.1491 -0.0434
O -0.4394 0.2083 -0.4394
O 0.0663 0.0253 0.0759
O -0.4687 0.0821 -0.6014
O -0.0229 -0.0113 -0.5434
O -0.0797 -0.0326 0.017
O 0.1804 0.0529 0.0841
O -0.2319 0.3498 -0.1634
O -0.3019 0.0935 -0.2659
O -0.1928 0.1513 -0.5471
O -0.0433 -0.2083 0.0274
O 0.0324 -0.0597 0.4922
O -0.1075 0.0927 0.1757
O -0.3079 0.2415 -0.0889
O -0.0188 0.3163 -0.0439
O 0.008 0.0951 -0.259
O 0.1272 0.0521 -0.2364
O 0.1805 -0.1244 -0.1076
O -0.2245 -0.163 -0.241
O 0.1444 -0.0627 -0.2468
O -0.0531 -0.2773 -0.0767
O 0.0091 -0.1432 -0.0118
O 0.1828 -0.0457 0.0336
O -0.1296 -0.1048 -0.1242
O 0.012 -0.0652 -0.239
O -0.0336 0.187 -0.3214
O -0.0397 -0.0634 -0.1792
O 0.1878 0.1754 -0.1002
O -0.0598 -0.6296 -0.5644
O -0.1845 -0.0768 -0.0373
O 0.0558 0.3368 -0.3094
O -0.0519 -0.1402 -0.3502
O -0.3146 0.1565 -0.2077
O -0.0685 -0.1208 -0.2375
O -0.0555 -0.1723 -0.4633
O -0.3874 0.0858 -0.1704
O 0.2406 0.037 -0.2228
O -0.1634 -0.1175 -0.1067
O -0.0463 0.0593 -0.1563
O -0.0289 0.1974 -0.3263
O -0.0846 0.0835 -0.0701
O -0.1443 -0.0152 -0.1266
O -0.1964 -0.0033 -0.2716
O -0.0813 -0.1324 0.1694
O 0.1046 0.042 0.0673
O 0.2192 -0.0595 -0.0961
O -0.282 -0.0151 0.2163
O -0.1922 0.2501 -0.0009
O -0.0079 -0.1077 -0.1617
O -0.1888 -0.1571 0.1879
O 0.164 -0.1176 -0.0942
O 0.256 -0.0521 0.0064
O 0 -0.1879 -0.3471
O -0.1247 -0.1563 -0.3627
O -0.1597 0.1125 -0.1897
O 0.065 0.0618 -0.3068
O 0.1076 0.2103 -0.2009
O -0.2887 -0.1932 -0.3808
O 0.1141 0.2129 -0.2594
O -0.0831 0.2587 -0.6336
O -0.0222 0.0848 -0.3527
O -0.1571 0.1426 0.0477
O 0.1371 0.084 -0.3061
O 0.0498 -0.1791 -0.0346
O -0.1217 0.2022 -0.1871
O -0.1858 -0.1845 0.161
O 0.1376 -0.1082 -0.0793
O -0.0083 0.2402 -0.4164
O -0.244 0.1116 -0.2195
O 0.2288 0.1224 -0.1591
O -0.0217 0.2239 -0.0932
O 0.0349 0.1797 -0.2327
O -0.0356 0.3318 0.1202
O 0.0685 -0.2 -0.2377
O -0.1491 0.1214 0.0609
O 0.1036 -0.0138 -0.2057
O 0.2031 -0.0813 0.1459
O 0.0627 0.1021 -0.0745
O 0.0774 -0.3056 -0.2738
O -0.1204 0.2753 -0.0636
O 0.1959 0.122 0.0278
O -0.1546 0.1614 0.1118
O -0.0806 0.0486 -0.0649
O -0.0339 -0.1567 -0.1113
O 0.0708 0.4441 -0.3862
O 0.0129 0.293 -0.3068
O 0.1565 0.0469 -0.0746
O 0.0451 0.1058 -0.0648
O 0.0067 0.0324 -0.1616
O -0.0712 -0.0633 -0.0195
O -0.0536 -0.0897 -0.0773
O -0.1095 -0.1094 -0.1384
O -0.1323 -0.1746 -0.2543
O 0.1005 -0.3093 0.1649
O -0.1153 -0.0266 0.0218
O 0.0497 0.1066 0.1103
O -0.0124 0.2233 -0.47
O -0.2718 0.1087 -0.0499
O 0.1722 -0.3396 0.0842
O -0.1419 -0.1735 -0.0608
O -0.1589 0.2775 0.1016
O 0.0296 0.1948 0.0768
O -0.0324 0.1153 -0.2236
O 0.188 -0.0025 -0.3039
O 0.0856 -0.2301 0.2826
O -0.1283 -0.0722 -0.1636
O 0.0685 -0.0996 0.0298
O 0.0648 -0.2632 0.026
O 0.1235 -0.212 -0.0157
O 0.0178 0.0108 -0.1339
O 0.0716 -0.3289 -0.1784
O 0.2565 -0.0613 -0.3566
O -0.1726 0.0304 0.1012
O -0.0378 -0.0569 0.0341
O -0.1293 -0.1833 0.0438
O -0.177 0.1374 -0.0825
O 0.2244 0.4195 -0.0597
O -0.0491 0.0801 -0.3768
O 0.0542 0.2102 0.2975
O -0.0126 0.0208 -0.17
O 0.252 0.0092 -0.2725
O 0.0073 -0.0101 -0.2809
O 0.138 0.0127 -0.1862
O 0.1421 -0.0676 -0.0906
O -0.1082 -0.2083 0.3615
O 0.0603 0.1688 -0.3649
O -0.0552 -0.0714 -0.3009
O -0.0687 -0.1488 -0.2113
O -0.1282 0.1067 0.1425
O 0.2668 -0.1596 0.0109
O -0.1449 0.0903 -0.1532
O 0.0181 -0.4032 0.0243
O 0.0753 -0.2229 0.2081
O 0.0802 -0.0857 -0.0394
O -0.0743 0.1804 0.2289
O 0.0161 -0.205 0.3452
O 0.0031 0.0613 0.0651
O 0.0806 -0.0392 -0.1701
O -0.0187 0.1066 -0.0678
O 0.0557 -0.1028 -0.109
O 0.1692 0.2357 0.3493
O 0.1169 0.0307 -0.2694
O 0.0751 -0.0633 -0.4248
O -0.0918 -0.1502 0.0406
O 0.0312 0.2035 -0.2857
O 0.0803 0.3325 -0.0215
O 0.1289 0.0306 -0.0693
O -0.1332 0.3217 -0.2734
O 0.248 -0.0986 -0.0923
O -0.0095 0.1319 0.2081
O 0.0966 0.0284 0.0242
O -0.0348 0.2473 -0.0476
O 0.1529 -0.143 -0.1906
O -0.0431 -0.0947 -0.0853
O 0.1189 -0.2799 -0.0451
O -0.1994 -0.0921 0.2563
O 0.0474 -0.2127 -0.2738
O 0.2149 0.2851 -0.2353
O 0.0433 0.1408 0.503
O 0.1561 0.0018 0.009
O -0.0089 0.0916 0.1712
O 0.2064 -0.4274 -0.0097
O -0.1176 0.2484 0.0933
O -0.0093 0.1683 0.0767
O -0.1968 -0.2176 0.0024
O 0.1137 0.1189 -0.067
O 0.1129 0.1039 0.0845
O -0.0486 0.2473 0.1628
O -0.1329 0.1135 0.1299
O -0.1503 0.1978 0.4135
O 0.131 0.2084 0.2165
O -0.0386 -0.0944 0.2647
O 0.033 -0.2446 0.1088
O 0.1055 -0.1906 -0.2217
O -0.3239 0.0634 -0.09
O -0.1413 0.23 0.2925
O -0.327 0.0236 0.0663
O -0.2471 -0.0658 0.1731
O -0.2974 0.031 0.443
O -0.1602 -0.0334 0.2419
O 0.0253 0.067 0.0251
O -0.051 -0.4095 -0.1861
O -0.3203 0.2012 0.0682
O -0.0312 0.0551 0.2277
O 0.1159 0.1039 -0.2229
O 0.0817 -0.0703 0.1449
O 0.1437 0.2047 0.1702
O 0.1169 0.2367 0.1274
O -0.0676 -0.123 -0.1091
O -0.1159 0.1696 -0.0904
O -0.0517 -0.0265 -0.3404
O -0.2633 0.2692 0.0031
O 0.0611 -0.1942 0.2416
O 0.2229 0.0931 0.0364
O 0.1318 -0.0712 0.3652
O -0.2165 -0.0061 0.0993
O -0.159 -0.3609 0.452
O -0.0619 0.3787 0.1942
O -0.0383 -0.0261 0.0151
O 0.0419 0.0449 0.2747
O -0.1208 -0.1157 0.14
O 0.277 -0.1327 0.1775
O -0.0511 -0.2402 0.104
O 0.0257 0.1683 -0.1232
O 0.0264 0.1587 0.0673
O 0.1281 -0.0585 -0.1509
O -0.023 0.338 -0.1524
O -0.0576 0.205 -0.017
O 0.2421 0.0419 0.3024
O 0.1229 -0.2758 0.2708
O -0.0033 -0.1692 0.3596
O -0.003 -0.0593 0.0622
O 0.1294 0.0741 -0.1241
O 0.0135 0.0167 -0.2935
O -0.1241 -0.0929 0.0501
O -0.0053 0.0562 -0.1122
O 0.0113 0.3403 0.2155
O 0.1275 0.1732 0.1412
O 0.1603 0.2735 0.3052
O 0.2066 -0.0008 0.0217
O -0.26 0.1439 0.1669
O 0.0491 0.2722 0.0387
O 0.1141 0.0376 -0.1907
O -0.1228 -0.1309 0.2805
O 0.0199 -0.148 0.3404
O -0.1661 -0.053 0.094
O -0.1533 0.1042 0.3601
O 0.1485 -0.3048 0.4041
O 0.1717 0.0291 0.0588
Si -0.0563 -0.0016 0.0454
Si 0.0861 0.0224 0.0581
Si -0.012 0.0002 -0.0251
Si 0.0064 0.0031 0.0111
Si 0.0306 -0.0052 -0.0176
Si -0.0736 -0.0913 -0.013
Si 0.0137 0.0455 0.0048
Si -0.0023 0.0465 -0.053
Si 0.0004 -0.0296 -0.0258
Si -0.0204 -0.0436 0.0528
Si -0.0313 -0.012 -0.0094
Si -0.0111 -0.0055 -0.0014
Si 0.0417 0.0669 0.0449
Si 0.0601 0.0434 0.0132
Si 0.064 0.035 -0.0017
Si -0.0539 -0.0561 -0.063
Si 0.0344 0.051 -0.0189
Si -0.039 -0.0257 -0.0526
Si 0.0099 -0.0517 -0.0647
Si 0.0021 -0.1375 -0.0071
Si 0.0025 0.0504 -0.0237
Si -0.002 0.0335 -0.0476
Si -0.0008 -0.0321 -0.0296
Si -0.0624 -0.0742 -0.0195
Si 0.0496 -0.0067 0.003
Si -0.0305 -0.0137 -0.0612
Si 0.0142 0.0118 -0.0776
Si 0.0562 0.025 -0.0608
Si -0.0503 -0.0322 -0.0534
Si -0.0117 0.0185 -0.0227
Si -0.0116 -0.0307 0.0431
Si -0.0131 0.0329 -0.0307
Si 0.0459 -0.0364 -0.0783
Si -0.0073 -0.0527 -0.0079
Si -0.0332 0.0489 -0.0519
Si -0.0104 -0.0514 0.0206
Si 0.0009 -0.011 -0.0103
Si -0.0202 -0.0578 0.0067
Si -0.0384 0.0587 -0.0009
Si 0.0194 -0.0414 0.0142
Si -0.0321 0.0619 -0.0244
Si 0.0121 0.0533 -0.0336
Si 0.0292 -0.0574 -0.0061
Si 0.0001 -0.0298 -0.0168
Si -0.0302 0.1083 0.0099
Si 0.0343 -0.0149 0.0092
Si 0.0064 0.026 0.0079
Si -0.0384 0.01 -0.0065
Si -0.0006 -0.0756 -0.0296
Si -0.0665 -0.0003 -0.0235
Si -0.0418 0.0016 -0.0074
Si 0.0061 0.0397 0.0151
Si 0.0182 -0.0366 0.029
Si -0.0002 0.0453 0.0162
Si 0.0095 0.034 0.009
Si -0.0111 0.0486 0.0149
Si -0.0102 0.0204 -0.0477
Si 0.0477 -0.0504 -0.0343
Si -0.0089 0.0425 0.047
Si -0.009 0.0216 -0.0104
Si -0.0186 -0.0142 0.0093
Si 0.0513 -0.0328 -0.0127
Si -0.0108 -0.0407 -0.0037
Si -0.0204 0.0008 -0.0517
Si 0.0586 -0.0316 0.0052
Si -0.029 0.0214 -0.0101
Si -0.0038 0.0062 0.0084
Si 0.0177 0.0014 0.0219
Si 0.0133 0.0493 0.013
Si 0.0351 0.013 0.0044
Si 0.0625 0.0241 -0.0551
Si -0.0076 0.1001 -0.0171
Si -0.0252 -0.0447 -0.0052
Si 0.059 0.0371 -0.0084
Si 0.049 -0.0207 0.014
Si 0.0292 -0.0111 0
Si 0.0187 -0.0255 0.0257
Si 0.0012 -0.0282 0.0126
Si -0.0188 0.01 -0.009
Si -0.0368 -0.02 0.011
Si -0.0306 -0.0511 0.0034
Si 0.0113 0.0128 -0.0034
Si 0.0198 -0.0111 -0.0057
Si -0.0555 -0.0206 -0.0093
Si -0.0034 0.0208 0.0057
Si -0.0109 0.0094 0.005
Si 0.0464 0.0509 0.0127
Si 0.002 -0.0231 0.0111
Si 0.0153 -0.0189 -0.0074
Si 0.0081 0.0102 0.004
Si -0.0213 -0.0155 0.0207
Si -0.0052 -0.0265 0.0061
Si -0.0408 0.0179 -0.001
Si 0.0139 -0.0011 -0.0012
Si -0.001 -0.0264 -0.0043
Si -0.0338 0.0163 -0.013
Si 0.0352 0.003 -0.0024
Si 0.0106 -0.0233 0.0045
Si -0.0296 -0.0322 0.0069
Si 0.0334 0.0315 -0.0081
Si -0.0152 -0.0063 -0.0006
Si -0.0367 -0.0082 0.0227
Si 0.0058 -0.0294 -0.0119
Si 0.0036 -0.0282 0.0071
Si 0.0077 0.0068 0.0177
Si -0.0308 -0.0426 -0.0113
Si -0.0149 -0.0151 -0.0041
Si 0.007 0.0011 -0.0035
Si 0.0117 -0.0079 0.0089
Si -0.0138 -0.0191 0.0111
Si -0.019 0.0093 -0.0102
Si -0.0319 -0.0015 0.0063
Si 0.0131 0.0031 0.0021
Si -0.017 0.0151 -0.0079
Si 0.0133 0.0006 -0.0027
Si 0.0187 0.0161 0.0017
Si 0.0146 0.0265 0.0238
Si 0.012 0.0111 0.0016
Si -0.0239 0.01 0.0023
Si 0 0.0345 0.0191
Si -0.0078 -0.0178 -0.0079
Si -0.0195 -0.0136 0.0047
Si -0.0354 -0.0149 0.0071
Si -0.0104 -0.0016 -0.0079
Si 0.0034 0.0239 -0.0053
Si 0.0022 -0.0175 0.0098
Si -0.0027 0.0065 0.0021
Si 0.0027 0.0058 -0.0004
Si 0.0256 0.0005 -0.0068
Si 0.0053 0.0367 0.0014
Si -0.0085 0.0134 0.0099
Si 0.0309 0.01 0.0025
Si -0.0413 -0.0085 -0.0088
Si 0.0054 0.0076 0.0084
Si 0.0142 0.0117 -0.009
Si -0.0136 -0.0016 -0.0081
Si 0.0037 0.0207 0.0041
Si 0.0021 0.0108 -0.0052
Si 0.0195 0.0363 0.0089
Si 0.0175 -0.0011 -0.003
Si 0.0144 0.0134 0.0043
Si 0.0353 0.043 0.0145
Si 0.0057 0.0314 0.0018
Si -0.0035 0.0285 0.0109
Si 0.0202 0.0117 0.0065
Si 0.0167 0.0043 0.0053
Si 0.0226 -0.0051 -0.0038
Si 0.0335 -0.0012 0.0078
Si 0.0178 -0.0062 0.0051
Si -0.0046 -0.0104 0.008
Si -0.0148 -0.0154 0.0053
Si -0.0261 -0.0179 0.0051
Si -0.021 -0.0055 -0.0017
Si -0.0222 0.0015 -0.0038
Si -0.0028 -0.0129 -0.002
Si -0.0061 -0.0232 0.0039
Si -0.0004 -0.005 0.0047
Si 0.0072 -0.0011 0.004
Si 0.0053 -0.0131 0.0036
Si 0.0149 0.0007 0.0031
Si 0.029 -0.0131 0.0076
Si -0.0002 -0.0174 0.0003
Si -0.0082 -0.0121 0.008
Si 0 0.009 -0.0055
Si -0.0234 -0.0085 -0.0013
Si -0.0165 -0.008 0.0038
Si -0.0165 0.0025 -0.0025
Si -0.0203 -0.0083 -0.0039
Si -0.0019 -0.0147 0.0031
Si 0.019 -0.0162 -0.0011
Si 0.0116 -0.0059 0.0042
Si -0.0064 -0.032 0.002
Si -0.0035 -0.0046 0.0035
Si -0.0103 -0.0257 -0.0008
Si -0.0095 -0.0152 -0.0044
Si -0.0145 -0.0104 -0.0033
Si -0.0088 -0.0086 -0.0036
Si -0.0106 -0.0144 -0.0005
Si 0.0036 0.0065 -0.0019
Si 0.02 -0.0091 -0.0005
Si -0.0071 -0.0128 0.0027
Si -0.0154 -0.0015 0.005
Si -0.0053 -0.0074 -0.0024
Si -0.0323 -0.0029 -0.0058
Si 0.0033 -0.0068 -0.0024
Si 0.0091 0.0045 -0.0028
Si 0.0109 0.0248 0.0007
Si 0.0234 0.02 0.0025
Si 0.0179 0.0179 0.0034
Si 0.0053 0.0173 0.0033
Si -0.0157 0.029 0.0127
Si 0.0015 0.0157 0.005
Si -0.0077 0.0027 0.0017
Si -0.0079 -0.0101 -0.0059
Si -0.015 -0.0036 -0.0084
Si -0.0136 -0.0119 -0.0039
Si -0.0153 0.0047 -0.0058
Si -0.0031 0.0155 -0.004
Si 0.0059 0.0069 0.0038
Si 0.0179 0.0164 0.0012
Si 0.0092 0.0323 0.0015
Si 0.0067 0.0189 -0.0021
Si 0.0167 0.0187 0.0019
Si 0.0078 0.0176 0.0044
Si -0.0072 0.012 -0.003
Si -0.0113 -0.0005 -0.0082
Si -0.0094 0.0041 -0.01
Si -0.0005 0.0057 -0.0076
Si 0.0051 0.004 0.0022
Si 0.0182 0.0121 -0.0009
Si 0.0182 -0.0006 -0.0018
Si 0.0184 0.0132 -0.0014
Si 0.0115 0.0315 0.0006
Si 0.0119 0.0185 0.007
Si -0.0003 0.0161 0.0016
Si -0.0109 0.0079 0.001
Si 0.0111 0.0111 0.0036
Si -0.001 -0.0026 0.0052
Si 0.0068 -0.0175 0
Si 0.0099 -0.0131 0.0065
Si -0.0117 -0.0168 0.0002
Si 0.0045 -0.0042 0.0026
Si -0.0178 -0.007 0.0034
Si -0.0104 -0.0116 0.0017
Si -0.0019 -0.0069 -0.0037
Si -0.0208 -0.0073 -0.0031
Si 0.0035 -0.0166 0.0038
Si 0.0037 -0.0163 -0.0008
Si 0.0088 -0.0048 0.0023
Si -0.0149 -0.0076 0.0048
Si 0.0093 -0.012 -0.0005
Si 0.0118 -0.0036 0.0044
Si 0.0087 -0.0069 0.0059
Si 0.01 -0.0162 0.0099
Si -0.0131 -0.0021 -0.0042
Si 0.0058 -0.0123 -0.0022
Si -0.0111 -0.0081 -0.0049
Si -0.0163 -0.0086 -0.0072
Si -0.0116 -0.0155 0.0032
Si -0.0081 -0.0044 -0.0017
Si 0.0065 -0.0253 0.0011
Si 0.0265 -0.0036 -0.0024
Si 0.0195 -0.018 0.004
Si 0.0055 -0.0121 0.0001
Si -0.0124 -0.0165 -0.0017
Si -0.0041 -0.0172 0.0007
Si -0.0209 0.0096 -0.0069
Si -0.0179 -0.0037 -0.0009
Si -0.0038 -0.0151 -0.0064
Si -0.004 0.0028 -0.0035
Si 0.0034 -0.0041 0.0015
Si 0.0023 -0.0075 -0.0027
Si -0.0111 -0.0051 -0.0101
Si -0.0141 -0.0029 -0.0041
Si 0.0087 0.0046 0.0005
Si 0.0005 0.0143 -0.0034
Si 0.0171 0.0178 0.0059
Si -0.0069 -0.0163 -0.0059
Si 0.0133 0.015 0.0017
Si 0.0135 0.0159 0.008
Si -0.014 0.0223 -0.0004
Si 0.0148 0.0266 0.0006
Si -0.0097 0.0211 0.0024
Si 0.006 0.0287 0.0036
Si -0.0158 -0.0094 0
Si 0.0203 0.0232 -0.0056
Si -0.0169 -0.036 -0.004
Si -0.0135 0.0011 -0.0029
Si -0.0102 0.0052 -0.001
Si -0.0059 -0.0006 -0.0095
Si 0.0175 0.0259 0.0047
Si 0.0079 0.0092 -0.0042
Si 0.0131 0.0135 -0.0022
Si 0.0129 0.0376 0.0015
Si 0.0096 0.0137 0.0021
Si 0.001 0.0124 0.002
Si -0.0041 0.0039 -0.0115
Si -0.0237 -0.0036 -0.0042
Si 0.0001 -0.0019 -0.0094
Si -0.0069 -0.0126 -0.0098
Si 0.008 0.0025 0.0027
Si 0.0252 0.0096 0.0033
Si 0.0004 0.0128 -0.0023
Si 0.0069 -0.0001 -0.0013
Si -0.0025 0.0164 0.0041
Si -0.0033 0.02 -0.0026
Si 0.0031 0.0123 -0.0018
Si -0.0055 0.0142 0.0034
